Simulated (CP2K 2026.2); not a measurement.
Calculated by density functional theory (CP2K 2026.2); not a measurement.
Periodic cell of 3024 atoms, Si2160O864, from a study of silicon, its oxide and their interface. The atomic structure is a simulated model.
Doubt: the forces sum to 7.18 eV/angstrom along one axis rather than to zero, so they err by at least 0.0024 eV/angstrom per atom on average; the grid cutoff is modest.

Settings
functional: PBE
method: Gaussian and plane waves
basis set: DZVP-MOLOPT-SR-GTH
pseudopotentials: GTH-PBE
grid cutoff: 300 Ry, relative cutoff 40 Ry
k points: Gamma only
occupations: fixed
spin: none
net charge: 0

Cell vectors (angstrom)
a	97.92	0	0
b	0	16.32	0
c	-1.1942	3.6519	33.5589

Atoms: element, x, y, z (angstrom)
Si	1.752	-1.615	0.294
Si	4.326	1.326	0.476
Si	1.366	4.523	-0.236
Si	4.363	6.852	-0.038
Si	1.37	-6.372	0.206
Si	3.98	-3.735	0.358
Si	6.538	-0.964	0.245
Si	9.805	1.036	0.035
Si	6.685	4.703	-0.042
Si	9.417	7.204	0.34
Si	7.201	9.385	0.231
Si	-6.411	-4.261	0.032
Si	-4.138	-0.962	0.039
Si	-1.192	1.6	-0.153
Si	-3.481	3.805	-0.183
Si	-0.813	6.798	-0.005
Si	-4.155	-6.417	0.217
Si	-1.022	-4.351	0.127
Si	2.794	0.034	1.621
Si	5.651	2.993	1.371
Si	2.851	5.606	1.262
Si	5.524	8.282	1.418
Si	2.81	-5.267	1.638
Si	5.559	-2.602	1.591
Si	8.263	0.026	1.467
Si	-5.157	2.878	1.254
Si	8.206	5.597	1.507
Si	-5.391	8.283	1.344
Si	8.289	10.853	1.637
Si	-5.309	-2.591	1.287
Si	-2.473	0.136	1.259
Si	0.263	2.877	1.17
Si	-2.49	5.54	1.135
Si	0.239	8.293	1.431
Si	-2.588	-5.337	1.539
Si	0.101	-2.736	1.47
Si	1.429	1.522	2.742
Si	4.182	4.254	2.71
Si	1.559	6.911	2.754
Si	4.208	9.62	2.829
Si	1.409	-3.985	2.958
Si	4.19	-1.275	2.966
Si	6.941	1.523	2.757
Si	9.577	4.1	2.74
Si	6.833	6.922	2.869
Si	9.654	9.547	3.017
Si	6.922	12.306	2.87
Si	-6.72	-1.25	2.642
Si	-3.863	1.487	2.654
Si	-1.161	4.202	2.585
Si	-3.945	6.849	2.543
Si	-1.228	-6.76	2.795
Si	-3.967	-3.889	2.751
Si	-1.241	-1.255	2.7
Si	0.075	0.137	4.081
Si	2.834	2.856	4.08
Si	0.138	5.54	4.04
Si	2.86	8.249	4.172
Si	0.064	-5.395	4.214
Si	2.8	-2.626	4.27
Si	5.574	0.161	4.174
Si	8.261	2.795	4.186
Si	5.486	5.544	4.187
Si	8.219	8.203	4.274
Si	5.545	10.957	4.208
Si	8.238	-2.677	4.25
Si	-5.313	0.125	3.969
Si	-2.54	2.864	4.005
Si	-5.334	5.551	3.942
Si	-2.647	8.187	4.028
Si	-5.355	-5.304	4.042
Si	-2.614	-2.558	4.104
Si	1.313	-1.261	16.377
Si	4.052	1.495	16.411
Si	1.355	4.23	16.346
Si	4.08	6.928	16.389
Si	1.296	-6.657	16.344
Si	4.021	-3.935	16.391
Si	6.742	-1.242	16.4
Si	-6.805	1.52	16.156
Si	6.769	4.198	16.463
Si	-6.788	6.91	16.241
Si	6.779	9.613	16.438
Si	-6.729	-3.983	16.138
Si	-4.076	-1.268	16.213
Si	-1.364	1.47	16.274
Si	-4.106	4.212	16.245
Si	-1.387	6.946	16.32
Si	-4.078	9.621	16.285
Si	-1.395	-3.964	16.345
Si	2.67	0.116	17.719
Si	5.377	2.859	17.828
Si	2.733	5.567	17.732
Si	5.385	8.292	17.8
Si	2.585	-5.246	17.713
Si	5.385	-2.588	17.763
Si	8.053	0.143	17.767
Si	-5.461	2.833	17.57
Si	8.1	5.625	17.791
Si	-5.427	8.249	17.648
Si	8.16	10.945	17.797
Si	-5.439	-2.617	17.562
Si	-2.707	0.052	17.583
Si	-0.067	2.888	17.632
Si	-2.799	5.598	17.628
Si	-0.051	-8.012	17.711
Si	-2.779	-5.323	17.689
Si	-0.063	-2.612	17.76
Si	1.268	1.527	18.972
Si	4.037	4.251	19.201
Si	1.375	6.963	19.02
Si	3.95	-6.582	19.017
Si	1.251	-3.952	19.194
Si	4.007	-1.228	19.133
Si	6.714	1.486	19.195
Si	-6.822	4.174	18.949
Si	6.735	6.954	19.222
Si	-6.811	9.615	18.946
Si	6.774	-3.975	19.072
Si	9.401	-1.216	19.084
Si	-4.055	1.441	18.847
Si	-1.447	4.263	18.964
Si	-4.123	6.893	19.089
Si	-1.433	-6.666	19.089
Si	-4.174	-3.974	19.044
Si	-1.468	-1.275	19.095
Si	-0.113	0.197	20.32
Si	2.574	2.859	20.409
Si	-0.05	5.627	20.284
Si	2.615	8.427	20.404
Si	-0.145	-5.313	20.565
Si	2.629	-2.569	20.53
Si	5.315	0.14	20.574
Si	8.11	2.967	20.385
Si	5.357	5.613	20.647
Si	8.081	8.342	20.63
Si	5.297	-5.241	20.368
Si	8.076	-2.596	20.449
Si	-5.449	0.114	20.145
Si	-2.798	2.824	20.246
Si	-5.506	5.49	20.414
Si	-2.799	-8.028	20.467
Si	-5.626	-5.299	20.407
Si	-2.832	-2.65	20.494
Si	1.41	-0.913	21.662
Si	3.627	1.297	21.791
Si	0.939	4.01	21.639
Si	4.196	7.389	21.743
Si	1.054	-6.853	21.882
Si	4.233	-3.723	21.824
Si	6.464	-1.515	21.808
Si	-6.525	1.624	21.531
Si	7.041	4.448	21.876
Si	-7.125	6.629	21.689
Si	6.401	-6.712	21.772
Si	9.724	-3.76	21.651
Si	-4.556	-1.5	21.584
Si	-1.267	1.762	21.637
Si	-4.347	3.841	21.651
Si	-1.094	7.175	21.682
Si	-4.082	-6.485	21.733
Si	-1.811	-4.284	21.909
Si	0.423	-1.1	24.489
Si	-1.285	-1.061	-6.549
Si	-6.701	-0.401	25.805
Si	-3.877	-1.856	-2.864
Si	2.362	3.801	-3.256
Si	-8.091	-6.058	26.051
Si	3.79	2.352	24.713
Si	5.648	-3.247	-3.961
Si	6.647	-4.789	-6.287
Si	3.279	-7.414	-2.145
Si	-1.737	0.943	24.588
Si	2.806	-5.42	24.141
Si	5.561	-5.362	-1.891
Si	-0.789	-7.889	-5.882
Si	1.532	4.513	24.628
Si	7.534	5.149	-5.739
Si	-2.709	8.113	-1.842
Si	-4.442	4.987	-6.712
Si	0.675	-0.013	-2.152
Si	0.388	3.752	-5.476
Si	-8.329	-1.077	-2.772
Si	-6.98	1.655	-2.873
Si	-7.541	1.458	-7.17
Si	0.207	-2.208	-4.207
Si	8.22	-5.475	23.767
Si	-6.661	-3.409	-2.894
Si	-1.746	-3.98	-2.875
Si	-1.163	4.985	26.161
Si	-2.89	5.657	23.69
Si	8.101	4.446	-2.938
Si	3.56	1.301	-2.412
Si	-6.534	6.187	-2.853
Si	-5.214	7.839	23.805
Si	2.761	-3.736	-4.74
Si	-2.898	-6.553	-4.34
Si	3.913	-7.531	26.086
Si	5.894	4.313	24.651
Si	-6.442	-1.296	-7.008
Si	1.892	-6.645	-4.72
Si	-3.788	5.568	-2.596
Si	-5.281	2.347	-5.2
Si	-4.04	-0.268	-5.402
Si	6.433	-7.624	-5.602
Si	-3.884	-1.18	24.564
Si	2.671	5.518	-5.628
Si	10.474	1.181	-5.289
Si	8.351	0.013	23.728
Si	3.506	8.246	-6.546
Si	-7.828	8.121	-4.966
Si	-5.924	-5.626	-5.005
Si	3.66	6.389	24.466
Si	-1.704	-3.264	24.854
Si	2.977	-0.431	25.974
Si	-1.931	5.622	-5.083
Si	1.42	-1.206	5.503
Si	4.164	1.497	5.492
Si	1.46	4.192	5.449
Si	4.164	6.894	5.567
Si	1.462	9.584	5.523
Si	4.169	12.306	5.567
Si	6.881	-1.257	5.546
Si	9.586	1.388	5.534
Si	6.867	4.161	5.519
Si	9.568	6.795	5.581
Si	6.875	9.598	5.598
Si	9.576	12.299	5.638
Si	-4.007	-1.21	5.411
Si	-1.276	1.489	5.436
Si	-3.978	4.192	5.329
Si	-1.267	6.867	5.403
Si	-3.998	-6.712	5.365
Si	-1.299	-3.964	5.473
Si	2.798	0.132	6.853
Si	5.506	2.82	6.891
Si	2.777	5.532	6.871
Si	5.508	8.243	6.937
Si	2.798	10.951	6.898
Si	5.515	-2.625	6.903
Si	8.226	0.069	6.931
Si	10.911	2.721	6.951
Si	8.199	5.478	6.943
Si	10.913	8.173	6.947
Si	8.213	10.943	6.975
Si	10.917	-2.665	6.992
Si	-2.654	0.137	6.781
Si	0.092	2.83	6.802
Si	-2.647	5.527	6.749
Si	0.062	8.223	6.816
Si	-2.672	-5.35	6.774
Si	0.063	-2.6	6.829
Si	1.427	1.483	8.199
Si	4.137	4.18	8.24
Si	1.408	6.889	8.213
Si	4.138	9.603	8.277
Si	1.42	-3.97	8.192
Si	4.135	-1.253	8.225
Si	6.85	1.443	8.262
Si	9.555	4.109	8.296
Si	6.854	6.868	8.29
Si	9.565	9.556	8.311
Si	6.847	-3.99	8.296
Si	9.552	-1.293	8.324
Si	-4.026	1.493	8.112
Si	-1.297	4.183	8.14
Si	-4.018	6.903	8.083
Si	-1.303	-6.703	8.138
Si	-4.04	-3.971	8.101
Si	-1.312	-1.235	8.153
Si	0.047	0.115	9.527
Si	2.768	2.828	9.586
Si	0.036	5.532	9.542
Si	2.756	8.244	9.595
Si	0.048	-5.343	9.514
Si	2.766	-2.616	9.568
Si	5.483	0.089	9.612
Si	8.189	2.78	9.661
Si	5.476	5.526	9.631
Si	8.196	8.219	9.668
Si	5.48	-5.35	9.641
Si	8.191	-2.646	9.676
Si	-5.396	0.117	9.441
Si	-2.668	2.832	9.491
Si	-5.385	5.543	9.433
Si	-2.674	8.253	9.473
Si	-5.407	-5.337	9.436
Si	-2.681	-2.614	9.472
Si	1.393	-1.247	10.898
Si	4.118	1.464	10.95
Si	1.391	4.188	10.926
Si	4.109	6.896	10.973
Si	1.387	9.63	10.913
Si	4.1	-3.974	10.962
Si	6.82	-1.269	11.006
Si	9.537	1.424	11.04
Si	6.829	4.164	10.996
Si	9.554	6.852	11.021
Si	6.83	9.601	11.008
Si	9.54	-4.02	11.037
Si	-4.042	-1.245	10.811
Si	-1.321	1.477	10.871
Si	-4.039	4.199	10.826
Si	-1.33	6.91	10.87
Si	-4.048	9.623	10.8
Si	-1.321	-3.969	10.84
Si	2.735	0.11	12.278
Si	5.457	2.816	12.34
Si	2.732	5.546	12.31
Si	5.455	8.252	12.356
Si	2.728	10.983	12.301
Si	5.44	-2.622	12.347
Si	8.17	0.077	12.391
Si	10.887	2.777	12.415
Si	8.18	5.516	12.374
Si	10.898	8.206	12.403
Si	8.171	10.956	12.39
Si	10.892	-2.677	12.421
Si	-2.694	0.107	12.198
Si	0.02	2.828	12.264
Si	-2.694	5.549	12.214
Si	0.016	8.271	12.249
Si	-2.687	-5.342	12.162
Si	0.02	-2.614	12.227
Si	1.377	1.471	13.631
Si	4.087	4.189	13.677
Si	1.363	6.928	13.639
Si	4.077	9.63	13.686
Si	1.349	-3.965	13.627
Si	4.063	-1.238	13.67
Si	6.805	1.467	13.721
Si	9.525	4.162	13.756
Si	6.821	6.892	13.719
Si	9.543	9.597	13.746
Si	6.784	-3.992	13.719
Si	9.524	-1.292	13.756
Si	-4.066	1.477	13.529
Si	-1.346	4.201	13.602
Si	-4.064	6.921	13.541
Si	-1.361	9.642	13.572
Si	-4.033	-3.98	13.504
Si	-1.34	-1.25	13.571
Si	0.007	0.1	14.957
Si	2.71	2.837	15.017
Si	-0.009	5.577	14.982
Si	2.699	8.284	15.034
Si	-0.04	-5.314	14.964
Si	2.684	-2.597	15.004
Si	5.405	0.127	15.044
Si	8.143	2.83	15.107
Si	5.437	5.542	15.056
Si	8.166	8.261	15.092
Si	5.411	10.985	15.081
Si	8.133	-2.638	15.089
Si	-5.435	0.109	14.861
Si	-2.731	2.83	14.921
Si	-5.444	5.56	14.866
Si	-2.718	8.281	14.919
Si	-5.38	-5.36	14.835
Si	-2.7	-2.629	14.9
Si	17.897	-1.653	0.252
Si	20.544	1.184	0.237
Si	17.38	4.187	0.135
Si	20.584	6.543	0.077
Si	17.517	9.674	0.401
Si	19.975	-3.953	0.385
Si	22.738	-1.078	0.104
Si	26.333	0.92	-0.103
Si	22.937	4.429	0.139
Si	25.578	7.104	0.251
Si	23.292	9.214	0.161
Si	9.876	11.702	0.182
Si	11.921	-1.325	-0.105
Si	14.77	1.455	0.168
Si	12.632	3.753	0.236
Si	15.064	6.319	0.121
Si	12.325	9.651	0.441
Si	15.406	12.068	0.664
Si	19.037	-0.041	1.536
Si	21.801	2.768	1.405
Si	19.012	5.363	1.388
Si	21.725	8.077	1.477
Si	19	-5.503	1.788
Si	21.678	-2.725	1.451
Si	24.511	-0.009	1.233
Si	10.896	2.671	1.35
Si	24.468	5.476	1.536
Si	11.031	8.179	1.685
Si	24.416	10.903	1.352
Si	10.851	-2.792	1.369
Si	13.557	-0.175	1.315
Si	16.301	2.633	1.525
Si	13.669	5.286	1.665
Si	16.235	8.008	1.408
Si	13.731	10.903	1.752
Si	16.478	-2.642	1.831
Si	17.675	1.311	2.872
Si	20.38	4.041	2.797
Si	17.679	6.731	2.792
Si	20.455	9.436	2.925
Si	17.712	-4.12	3.146
Si	20.391	-1.394	2.904
Si	23.189	1.359	2.709
Si	25.836	3.971	2.743
Si	23.079	6.776	2.911
Si	25.725	9.597	2.895
Si	23.066	12.217	2.767
Si	9.556	-1.406	2.805
Si	12.256	1.277	2.74
Si	15.034	3.973	2.989
Si	12.324	6.722	2.944
Si	15.03	9.393	2.947
Si	12.255	12.307	2.888
Si	14.916	-1.316	2.896
Si	16.294	0.015	4.256
Si	19.054	2.684	4.199
Si	16.388	5.399	4.257
Si	19.027	8.085	4.214
Si	16.315	-5.53	4.351
Si	19.102	-2.724	4.363
Si	21.809	0.004	4.145
Si	24.482	2.67	4.16
Si	21.716	5.383	4.215
Si	24.429	8.164	4.242
Si	21.791	10.849	4.224
Si	24.408	-2.758	4.17
Si	10.915	-0.02	4.164
Si	13.587	2.619	4.218
Si	10.902	5.397	4.213
Si	13.647	8.103	4.306
Si	10.963	10.956	4.313
Si	13.606	-2.692	4.268
Si	17.63	-1.393	16.452
Si	20.353	1.325	16.468
Si	17.657	4.047	16.526
Si	20.382	6.735	16.467
Si	17.675	-6.824	16.531
Si	20.358	-4.149	16.437
Si	23.057	-1.425	16.38
Si	9.499	1.466	16.464
Si	23.1	4.007	16.428
Si	9.529	6.915	16.468
Si	23.116	9.401	16.39
Si	9.501	-4.01	16.434
Si	12.24	-1.288	16.5
Si	14.963	1.412	16.515
Si	12.257	4.168	16.5
Si	14.974	6.83	16.551
Si	12.273	9.529	16.509
Si	14.984	-4.065	16.509
Si	18.917	0.003	17.795
Si	21.714	2.69	17.813
Si	19.058	5.365	17.865
Si	21.761	8.081	17.793
Si	19.02	-5.451	17.885
Si	21.709	-2.787	17.755
Si	24.404	-0.031	17.671
Si	10.882	2.815	17.822
Si	24.514	5.302	17.771
Si	10.898	8.211	17.9
Si	24.504	10.741	17.694
Si	10.827	-2.64	17.799
Si	13.613	0.068	17.874
Si	16.276	2.759	17.951
Si	13.6	5.506	17.925
Si	16.352	8.149	17.951
Si	13.69	10.842	17.854
Si	16.342	-2.731	17.902
Si	17.622	1.348	19.287
Si	20.365	3.983	19.271
Si	17.712	6.685	19.249
Si	20.416	-6.856	19.163
Si	17.682	-4.097	19.326
Si	20.254	-1.424	19.047
Si	23.095	1.31	19.089
Si	9.511	4.272	19.067
Si	23.118	6.642	19.08
Si	9.49	9.577	19.208
Si	23.119	-4.234	18.987
Si	25.746	-1.425	18.942
Si	12.241	1.461	19.213
Si	14.907	4.148	19.346
Si	12.305	6.908	19.319
Si	15.097	9.586	19.368
Si	12.225	-4.098	19.03
Si	14.997	-1.307	19.217
Si	16.223	0.053	20.728
Si	19.028	2.636	20.707
Si	16.366	5.41	20.735
Si	19.173	7.993	20.521
Si	16.521	10.876	20.891
Si	19.001	-2.667	20.626
Si	21.631	-0.05	20.272
Si	24.526	2.53	20.487
Si	21.861	5.255	20.546
Si	24.525	7.989	20.362
Si	21.815	-5.49	20.465
Si	24.464	-2.854	20.253
Si	10.761	0.126	20.437
Si	13.487	2.833	20.722
Si	10.843	5.547	20.55
Si	13.712	8.246	20.727
Si	10.913	10.926	20.481
Si	13.587	-2.762	20.341
Si	17.908	-1.006	22.007
Si	20.316	1.023	21.888
Si	17.368	3.676	22.065
Si	20.814	6.884	21.81
Si	17.925	9.109	22.129
Si	20.708	-3.847	21.736
Si	22.825	-1.667	21.353
Si	9.651	1.824	21.669
Si	23.498	4.11	21.81
Si	9.274	6.689	21.838
Si	23.009	-7.145	21.637
Si	26.007	-3.877	21.688
Si	11.94	-1.588	21.485
Si	14.952	1.603	22.091
Si	11.854	4.013	22.026
Si	15.412	7.163	22.013
Si	12.518	9.912	21.907
Si	14.725	-4.164	21.865
Si	14.774	-2.723	24.667
Si	17.502	-2.015	24.899
Si	9.526	-3.857	-6.972
Si	11.818	-2.626	-3.042
Si	18.661	2.302	-2.045
Si	9.415	8.105	24.412
Si	22.333	-0.614	26.168
Si	22.365	-3.456	25.887
Si	17.328	-6.719	-2.567
Si	20.037	6.996	-2.897
Si	13.279	-0.163	23.998
Si	15.293	6.11	24.89
Si	21.645	-5.331	-1.761
Si	14.171	-6.554	-5.097
Si	23.692	-1.589	-6.467
Si	21.761	4.305	-6.279
Si	12.862	-6.465	-2.36
Si	12.756	5.004	24.957
Si	16.514	0.042	-2.043
Si	14.616	4.003	-7.236
Si	6.255	-0.506	-2.697
Si	8.666	1.497	-2.879
Si	14.507	-3.452	-4.558
Si	15.706	-0.843	-4.952
Si	23.185	-7.155	24.529
Si	10.107	-5.26	-2.702
Si	15.09	-4.534	-2.115
Si	20.704	5.312	24.512
Si	21.011	-1.798	-4.988
Si	24.458	4.026	-2.642
Si	19.388	3.017	-4.974
Si	10.35	6.433	-2.515
Si	11.77	-6.705	24.921
Si	18.64	0.062	-5.876
Si	12.122	-3.74	25.735
Si	19.952	-6.988	24.735
Si	24.352	-0.515	23.795
Si	8.769	2.79	-7.233
Si	17.872	5.483	-4.544
Si	13.108	5.583	-2.089
Si	10.676	-1.54	-5.395
Si	12.99	-0.025	-6.147
Si	19.899	-6.379	-4.075
Si	10.73	-1.072	25.059
Si	26.834	2.602	-5.816
Si	22.767	-2.581	-2.565
Si	24.669	8.004	-5.207
Si	16.187	7.723	-4.619
Si	8.766	7.668	-6.792
Si	8.922	-7.592	-4.197
Si	17.974	4.669	24.996
Si	19.728	-4.184	24.642
Si	20.526	-4.524	-6.546
Si	14.967	5.077	-4.348
Si	17.666	-1.358	5.616
Si	20.429	1.329	5.541
Si	17.727	4.04	5.606
Si	20.379	6.741	5.592
Si	17.721	9.45	5.639
Si	20.455	12.195	5.639
Si	23.1	-1.384	5.554
Si	25.826	1.308	5.541
Si	23.11	4.02	5.537
Si	25.824	6.737	5.512
Si	23.107	9.502	5.623
Si	25.805	12.235	5.557
Si	12.255	-1.325	5.605
Si	14.959	1.349	5.634
Si	12.262	4.038	5.569
Si	15.018	6.75	5.63
Si	12.3	9.53	5.623
Si	14.944	-4.099	5.62
Si	19.05	0	6.94
Si	21.767	2.675	6.928
Si	19.054	5.396	6.983
Si	21.736	8.12	6.945
Si	19.068	10.838	6.975
Si	21.784	-2.738	6.971
Si	24.476	-0.049	6.917
Si	27.182	2.66	6.907
Si	24.467	5.389	6.895
Si	27.175	8.08	6.907
Si	24.483	10.858	6.947
Si	27.181	-2.769	6.93
Si	13.611	0	6.989
Si	16.329	2.719	6.965
Si	13.619	5.406	6.948
Si	16.349	8.119	6.999
Si	13.618	-5.436	7.01
Si	16.321	-2.738	6.967
Si	17.689	1.351	8.314
Si	20.418	4.031	8.312
Si	17.697	6.757	8.347
Si	20.405	9.474	8.336
Si	17.689	-4.107	8.311
Si	20.391	-1.383	8.303
Si	23.117	1.307	8.285
Si	25.824	4.026	8.265
Si	23.115	6.749	8.276
Si	25.837	9.461	8.276
Si	23.135	-4.11	8.321
Si	25.833	-1.403	8.29
Si	12.26	1.377	8.334
Si	14.972	4.073	8.331
Si	12.273	6.806	8.301
Si	14.989	-6.81	8.337
Si	12.258	-4.052	8.344
Si	14.967	-1.372	8.333
Si	16.323	-0.002	9.679
Si	19.041	2.701	9.681
Si	16.321	5.426	9.702
Si	19.044	8.126	9.698
Si	16.335	-5.448	9.694
Si	19.036	-2.742	9.671
Si	21.755	-0.035	9.663
Si	24.475	2.667	9.639
Si	21.766	5.399	9.66
Si	24.473	8.109	9.639
Si	21.767	-5.475	9.672
Si	24.492	-2.761	9.673
Si	10.898	0.045	9.702
Si	13.612	2.731	9.696
Si	10.906	5.47	9.667
Si	13.614	8.164	9.685
Si	10.899	-5.406	9.694
Si	13.612	-2.706	9.71
Si	17.669	-1.38	11.031
Si	20.392	1.325	11.026
Si	17.681	4.061	11.049
Si	20.405	6.753	11.035
Si	17.681	9.495	11.048
Si	20.394	-4.115	11.023
Si	23.112	-1.406	11.017
Si	25.834	1.305	11.001
Si	23.116	4.023	11.005
Si	25.841	6.742	10.988
Si	23.122	9.466	11.016
Si	25.85	-4.146	11.011
Si	12.249	-1.328	11.057
Si	14.966	1.364	11.05
Si	12.253	4.11	11.043
Si	14.966	6.806	11.052
Si	12.264	9.547	11.044
Si	14.971	-4.08	11.052
Si	19.019	-0.021	12.385
Si	21.746	2.684	12.38
Si	19.032	5.42	12.409
Si	21.761	8.113	12.385
Si	19.039	10.853	12.397
Si	21.751	-2.762	12.38
Si	24.474	-0.052	12.367
Si	27.199	2.66	12.355
Si	24.481	5.381	12.346
Si	27.211	8.089	12.348
Si	24.486	10.816	12.373
Si	27.214	-2.794	12.369
Si	13.593	0.032	12.42
Si	16.317	2.721	12.418
Si	13.608	5.459	12.414
Si	16.318	8.156	12.423
Si	13.614	-5.425	12.424
Si	16.313	-2.719	12.415
Si	17.665	1.338	13.762
Si	20.382	4.041	13.752
Si	17.672	6.784	13.78
Si	20.386	9.465	13.744
Si	17.671	-4.106	13.753
Si	20.369	-1.4	13.724
Si	23.1	1.304	13.719
Si	25.834	4.023	13.705
Si	23.123	6.729	13.715
Si	25.853	9.439	13.714
Si	23.107	-4.147	13.721
Si	25.839	-1.429	13.709
Si	12.244	1.418	13.781
Si	14.971	4.105	13.78
Si	12.251	6.834	13.763
Si	14.965	9.525	13.789
Si	12.259	-4.044	13.78
Si	14.942	-1.346	13.769
Si	16.283	0.011	15.132
Si	19.008	2.701	15.124
Si	16.32	5.448	15.175
Si	19.026	8.135	15.142
Si	16.332	-5.446	15.151
Si	19.018	-2.746	15.102
Si	21.704	-0.032	15.073
Si	24.465	2.665	15.055
Si	21.754	5.396	15.092
Si	24.505	8.058	15.065
Si	21.746	10.814	15.089
Si	24.469	-2.787	15.064
Si	10.871	0.069	15.134
Si	13.607	2.775	15.15
Si	10.88	5.511	15.134
Si	13.612	8.16	15.147
Si	10.908	10.921	15.142
Si	13.604	-2.689	15.161
Si	34.155	-1.694	0.063
Si	36.892	1.025	0.17
Si	33.681	4.206	0.049
Si	36.857	6.455	0.11
Si	33.691	9.651	0.15
Si	36.468	-3.796	0.047
Si	39.229	-1.061	0.035
Si	42.485	1.222	0.174
Si	39.044	4.215	0.148
Si	41.786	6.99	0.056
Si	39.678	9.299	0.174
Si	26.011	12.108	0.037
Si	28.29	-1.554	0.109
Si	30.931	1.49	0.126
Si	28.742	3.704	0.191
Si	31.384	6.369	0.025
Si	28.128	9.776	0.29
Si	31.55	11.913	0.163
Si	35.305	-0.135	1.427
Si	37.966	2.645	1.488
Si	35.256	5.337	1.407
Si	38.019	8.101	1.357
Si	35.329	-5.455	1.353
Si	38.075	-2.689	1.358
Si	40.777	0.078	1.382
Si	27.208	2.502	1.44
Si	40.667	5.402	1.387
Si	27.081	8.206	1.628
Si	40.783	10.779	1.58
Si	27.079	-2.823	1.588
Si	29.853	-0.209	1.342
Si	32.542	2.644	1.412
Si	29.873	5.315	1.47
Si	32.492	8.042	1.355
Si	29.863	10.846	1.443
Si	32.669	-2.839	1.473
Si	33.941	1.279	2.739
Si	36.584	3.991	2.815
Si	33.923	6.753	2.744
Si	36.669	9.479	2.708
Si	34.012	-4.174	2.836
Si	36.702	-1.426	2.815
Si	39.417	1.363	2.81
Si	42.064	4.097	2.769
Si	39.343	6.758	2.789
Si	42.138	9.407	2.883
Si	39.369	12.223	2.761
Si	25.714	-1.378	2.792
Si	28.548	1.162	2.815
Si	31.239	3.992	2.853
Si	28.515	6.738	2.794
Si	31.179	9.404	2.777
Si	28.547	12.19	2.864
Si	31.265	-1.45	2.754
Si	32.6	-0.074	4.126
Si	35.263	2.627	4.165
Si	32.607	5.385	4.162
Si	35.302	8.12	4.094
Si	32.588	-5.544	4.128
Si	35.353	-2.795	4.185
Si	38.048	-0.03	4.152
Si	40.749	2.721	4.166
Si	37.982	5.381	4.135
Si	40.719	8.08	4.187
Si	38.016	10.832	4.108
Si	40.715	-2.743	4.143
Si	27.137	-0.1	4.186
Si	29.879	2.594	4.167
Si	27.174	5.347	4.132
Si	29.859	8.079	4.185
Si	27.169	10.862	4.234
Si	29.911	-2.761	4.179
Si	33.999	-1.447	16.478
Si	36.726	1.286	16.453
Si	33.995	4.014	16.478
Si	36.722	6.757	16.411
Si	34.005	-6.865	16.458
Si	36.723	-4.122	16.434
Si	39.463	-1.397	16.413
Si	25.842	1.3	16.382
Si	39.436	3.979	16.355
Si	25.865	6.705	16.446
Si	39.461	9.492	16.393
Si	25.851	-4.17	16.385
Si	28.585	-1.439	16.4
Si	31.28	1.272	16.442
Si	28.567	4.017	16.41
Si	31.295	6.738	16.473
Si	28.585	9.432	16.466
Si	31.309	-4.162	16.483
Si	35.382	-0.096	17.821
Si	38.088	2.669	17.796
Si	35.392	5.397	17.801
Si	38.072	8.154	17.744
Si	35.362	-5.482	17.805
Si	38.127	-2.781	17.772
Si	40.812	-0.001	17.762
Si	27.236	2.621	17.742
Si	40.856	5.321	17.628
Si	27.247	8.037	17.825
Si	40.874	10.84	17.718
Si	27.202	-2.79	17.719
Si	29.942	-0.119	17.799
Si	32.619	2.625	17.821
Si	29.894	5.377	17.799
Si	32.66	8.1	17.846
Si	29.925	10.812	17.837
Si	32.672	-2.82	17.884
Si	34.007	1.267	19.169
Si	36.749	4.046	19.172
Si	34.078	6.762	19.192
Si	36.752	-6.775	19.173
Si	34.032	-4.195	19.274
Si	36.774	-1.464	19.174
Si	39.453	1.343	19.177
Si	25.882	3.918	19.134
Si	39.486	6.696	18.905
Si	25.861	9.422	19.097
Si	39.537	-4.129	19.096
Si	42.201	-1.362	19.069
Si	28.555	1.237	19.114
Si	31.204	3.989	19.142
Si	28.558	6.665	19.26
Si	31.263	9.428	19.22
Si	28.541	-4.099	19.147
Si	31.278	-1.464	19.213
Si	32.7	-0.172	20.56
Si	35.334	2.715	20.511
Si	32.624	5.356	20.419
Si	35.388	8.226	20.578
Si	32.586	10.813	20.638
Si	35.537	-2.932	20.6
Si	38.086	-0.021	20.533
Si	40.817	2.733	20.506
Si	38.152	5.488	20.407
Si	40.945	7.959	20.185
Si	38.266	-5.506	20.513
Si	40.84	-2.692	20.428
Si	27.027	-0.086	20.323
Si	29.89	2.567	20.533
Si	27.211	5.223	20.594
Si	29.901	8.055	20.619
Si	27.161	10.821	20.46
Si	29.864	-2.742	20.603
Si	34.361	-1.342	21.815
Si	36.413	1.091	21.78
Si	33.686	3.821	21.803
Si	37.088	7.116	21.739
Si	33.692	9.214	21.972
Si	37.246	-3.968	21.981
Si	39.304	-1.553	21.82
Si	25.931	1.277	21.911
Si	39.785	4.494	21.744
Si	25.581	6.428	21.765
Si	39.489	-7.244	21.544
Si	42.391	-3.884	21.689
Si	28.124	-1.548	21.685
Si	31.568	1.472	21.776
Si	28.208	3.502	21.916
Si	31.55	6.856	21.825
Si	28.692	9.702	21.817
Si	30.92	-4.396	21.912
Si	34.774	-2.053	24.781
Si	37.6	-5.132	-4.876
Si	24.816	-3.47	24.402
Si	29.627	-3.59	-1.993
Si	34.994	2.285	-2.05
Si	26.464	7.104	-7.177
Si	36.401	2.12	24.774
Si	37.575	-2.1	25.86
Si	34.998	-6.882	-4.505
Si	35.672	-7.909	-1.878
Si	30.752	1.1	24.73
Si	35.667	8.143	-6.969
Si	37.908	-5.658	-1.907
Si	30.887	-7.508	-6.347
Si	34.393	4.363	24.763
Si	38.202	4.213	-5.096
Si	29.85	6.865	-2.769
Si	28.334	4.895	-6.809
Si	32.708	0.117	-2.086
Si	32.762	4.158	-7.107
Si	26.201	-0.961	-4.684
Si	25.797	1.602	-3.128
Si	23.016	6.599	26.076
Si	31.525	-0.44	-4.981
Si	40.869	-5.668	23.702
Si	25.561	-3.306	-3.008
Si	30.587	-3.304	-4.692
Si	30.026	6.4	24.365
Si	33.814	1.271	-6.415
Si	39.906	3.626	-2.749
Si	36.361	2.013	-4.732
Si	27.176	5.458	-1.937
Si	27.49	7.745	23.773
Si	38.284	-2.547	-6.225
Si	28.726	-5.283	-6.43
Si	37.952	-4.88	24.711
Si	39.072	3.143	24.369
Si	28.754	0.299	-6.13
Si	32.61	-5.442	-4.826
Si	28.827	-6.727	-2.543
Si	21.883	2.682	23.985
Si	29.175	3.704	24.937
Si	38.28	7.063	-6.143
Si	28.601	-0.997	24.524
Si	38.935	7.322	26.205
Si	38.726	0.008	-4.906
Si	40.525	0.532	23.83
Si	34.089	-7.213	25.008
Si	22.666	6.075	-4.112
Si	26.485	-5.971	-4.401
Si	36.211	6.791	24.673
Si	30.828	-3.009	24.601
Si	32.529	-0.76	25.96
Si	30.859	5.824	-5.408
Si	33.966	-1.425	5.504
Si	36.666	1.304	5.514
Si	33.945	4.016	5.529
Si	36.647	6.76	5.489
Si	33.956	9.447	5.504
Si	36.69	12.162	5.533
Si	39.376	-1.399	5.526
Si	42.067	1.336	5.54
Si	39.364	4.054	5.513
Si	42.095	6.748	5.537
Si	39.369	9.481	5.5
Si	42.072	12.208	5.509
Si	28.526	-1.431	5.545
Si	31.258	1.272	5.528
Si	28.53	3.993	5.514
Si	31.244	6.732	5.53
Si	28.515	9.451	5.551
Si	31.258	-4.158	5.51
Si	35.318	-0.064	6.878
Si	38.022	2.674	6.874
Si	35.316	5.386	6.872
Si	38.015	8.113	6.862
Si	35.315	10.807	6.879
Si	38.037	-2.778	6.886
Si	40.726	-0.038	6.895
Si	43.461	2.684	6.879
Si	40.736	5.39	6.889
Si	43.448	8.124	6.889
Si	40.727	10.839	6.87
Si	43.446	-2.756	6.868
Si	29.893	-0.068	6.899
Si	32.599	2.65	6.892
Si	29.892	5.357	6.882
Si	32.611	8.091	6.886
Si	29.898	-5.506	6.89
Si	32.615	-2.791	6.875
Si	33.971	1.298	8.249
Si	36.676	4.034	8.243
Si	33.968	6.735	8.253
Si	36.675	9.459	8.25
Si	33.973	-4.142	8.247
Si	36.676	-1.419	8.245
Si	39.376	1.32	8.251
Si	42.103	4.035	8.244
Si	39.383	6.763	8.236
Si	42.094	9.488	8.235
Si	39.393	-4.129	8.251
Si	42.104	-1.398	8.239
Si	28.547	1.301	8.268
Si	31.251	4.011	8.259
Si	28.548	6.725	8.256
Si	31.262	-6.864	8.251
Si	28.547	-4.148	8.267
Si	31.259	-1.433	8.25
Si	32.621	-0.068	9.613
Si	35.329	2.663	9.608
Si	32.617	5.371	9.617
Si	35.33	8.094	9.618
Si	32.623	-5.506	9.614
Si	35.332	-2.782	9.613
Si	38.033	-0.054	9.608
Si	40.753	2.672	9.604
Si	38.04	5.392	9.605
Si	40.749	8.12	9.598
Si	38.039	-5.496	9.61
Si	40.763	-2.77	9.602
Si	27.198	-0.054	9.645
Si	29.908	2.654	9.634
Si	27.193	5.375	9.627
Si	29.911	8.089	9.614
Si	27.2	-5.508	9.638
Si	29.91	-2.788	9.625
Si	33.984	-1.42	10.982
Si	36.688	1.307	10.976
Si	33.979	4.015	10.983
Si	36.693	6.743	10.986
Si	33.982	9.458	10.983
Si	36.693	-4.135	10.979
Si	39.406	-1.413	10.959
Si	42.135	1.314	10.943
Si	39.403	4.035	10.967
Si	42.126	6.763	10.946
Si	39.408	9.475	10.975
Si	42.141	-4.125	10.948
Si	28.56	-1.428	10.996
Si	31.276	1.292	10.99
Si	28.554	4.02	10.994
Si	31.27	6.735	10.984
Si	28.566	9.45	10.987
Si	31.275	-4.146	10.984
Si	35.343	-0.057	12.348
Si	38.054	2.667	12.334
Si	35.338	5.375	12.347
Si	38.062	8.107	12.342
Si	35.345	10.819	12.344
Si	38.058	-2.769	12.335
Si	40.785	-0.058	12.301
Si	43.509	2.675	12.288
Si	40.779	5.396	12.312
Si	43.509	8.123	12.284
Si	40.787	10.838	12.321
Si	43.524	-2.765	12.286
Si	29.926	-0.073	12.355
Si	32.638	2.648	12.358
Si	29.924	5.373	12.355
Si	32.63	8.093	12.349
Si	29.93	-5.514	12.348
Si	32.639	-2.79	12.346
Si	33.997	1.292	13.733
Si	36.698	4.018	13.711
Si	33.983	6.733	13.716
Si	36.709	9.467	13.708
Si	33.996	-4.144	13.717
Si	36.706	-1.413	13.709
Si	39.428	1.291	13.666
Si	42.154	4.034	13.65
Si	39.44	6.751	13.693
Si	42.168	9.481	13.667
Si	39.434	-4.117	13.688
Si	42.166	-1.409	13.649
Si	28.567	1.297	13.704
Si	31.287	4.014	13.721
Si	28.576	6.739	13.717
Si	31.288	9.456	13.722
Si	28.584	-4.162	13.722
Si	31.292	-1.434	13.716
Si	32.647	-0.086	15.093
Si	35.355	2.656	15.101
Si	32.641	5.37	15.1
Si	35.344	8.103	15.065
Si	32.649	-5.507	15.091
Si	35.353	-2.777	15.077
Si	38.081	-0.053	15.059
Si	40.808	2.645	14.998
Si	38.075	5.387	15.046
Si	40.82	8.116	15.039
Si	38.077	10.842	15.052
Si	40.816	-2.753	15.032
Si	27.212	-0.073	15.053
Si	29.932	2.644	15.074
Si	27.208	5.371	15.056
Si	29.942	8.091	15.09
Si	27.228	10.78	15.07
Si	29.958	-2.811	15.082
Si	50.163	-1.557	0.164
Si	53.184	1.066	-0.124
Si	50.002	4.308	0.087
Si	52.977	6.485	0.083
Si	49.732	9.808	0.064
Si	52.565	-3.572	-0.47
Si	55.51	-1.091	-0.332
Si	58.772	1.107	-0.135
Si	55.191	4.268	0.048
Si	-39.867	6.863	-0.246
Si	-42	9.175	-0.221
Si	42.34	11.822	0.213
Si	44.618	-1.069	0.289
Si	47.179	1.576	0.343
Si	45.149	3.932	0.128
Si	47.857	6.583	0.19
Si	44.627	9.66	0.249
Si	47.431	11.936	0.082
Si	51.556	-0.005	1.251
Si	54.221	2.612	1.336
Si	51.535	5.368	1.495
Si	-43.619	8.12	1.172
Si	51.56	-5.345	0.983
Si	54.311	-2.695	0.948
Si	57.088	-0.007	1.098
Si	43.529	2.825	1.474
Si	-41.008	5.413	1.203
Si	43.416	8.043	1.413
Si	-40.848	10.843	1.042
Si	43.426	-2.763	1.416
Si	46.083	0.045	1.68
Si	48.873	2.738	1.431
Si	46.26	5.45	1.485
Si	48.864	8.196	1.524
Si	46.104	10.81	1.61
Si	48.655	-2.797	1.387
Si	50.27	1.346	2.693
Si	52.907	3.962	2.751
Si	50.265	6.828	2.811
Si	-45.003	9.575	2.427
Si	50.218	-4.124	2.588
Si	52.984	-1.41	2.514
Si	55.752	1.321	2.56
Si	-39.52	4.078	2.485
Si	-42.283	6.791	2.616
Si	-39.505	9.472	2.471
Si	-42.266	12.218	2.366
Si	42.05	-1.384	2.758
Si	44.755	1.444	2.95
Si	47.564	4.075	2.857
Si	44.805	6.747	2.785
Si	47.472	9.446	2.902
Si	44.776	12.262	2.858
Si	47.476	-1.4	2.842
Si	48.922	-0.025	4.075
Si	51.586	2.649	4.126
Si	48.915	5.453	4.169
Si	-46.237	8.229	3.994
Si	48.926	-5.462	4.078
Si	51.615	-2.751	3.926
Si	54.365	-0.06	3.901
Si	-40.824	2.706	3.907
Si	-43.597	5.397	3.989
Si	-40.859	8.158	3.907
Si	-43.599	10.887	3.817
Si	-40.895	-2.774	3.826
Si	43.393	-0.022	4.173
Si	46.2	2.739	4.232
Si	43.443	5.409	4.152
Si	46.115	8.095	4.208
Si	43.456	10.842	4.195
Si	46.146	-2.735	4.212
Si	50.358	-1.396	16.311
Si	53.082	1.333	16.208
Si	50.35	4.049	16.239
Si	-44.846	6.771	16.21
Si	50.338	-6.818	16.276
Si	53.058	-4.071	16.212
Si	55.788	-1.388	16.193
Si	42.184	1.301	16.36
Si	-42.14	4.018	16.175
Si	42.224	6.754	16.363
Si	-42.12	9.475	16.169
Si	42.209	-4.111	16.36
Si	44.921	-1.401	16.357
Si	47.637	1.318	16.321
Si	44.899	4.033	16.355
Si	47.633	6.771	16.283
Si	44.952	9.486	16.352
Si	47.656	-4.122	16.35
Si	51.772	-0.024	17.602
Si	54.412	2.699	17.578
Si	51.751	5.38	17.569
Si	-43.481	8.144	17.538
Si	51.692	-5.399	17.583
Si	54.441	-2.743	17.569
Si	57.132	-0.004	17.531
Si	43.581	2.615	17.717
Si	-40.764	5.379	17.479
Si	43.627	8.109	17.722
Si	-40.745	10.803	17.525
Si	43.562	-2.75	17.728
Si	46.309	-0.06	17.709
Si	48.985	2.73	17.631
Si	46.275	5.431	17.663
Si	48.984	8.13	17.642
Si	46.311	10.843	17.736
Si	49.015	-2.759	17.719
Si	50.42	1.388	18.903
Si	53.086	4.054	18.991
Si	50.388	6.727	18.892
Si	53.1	-6.734	18.854
Si	50.398	-4.099	19.085
Si	53.15	-1.364	18.989
Si	55.782	1.349	18.908
Si	42.196	3.978	19.024
Si	-42.159	6.682	18.826
Si	42.27	9.486	19.04
Si	55.813	-4.161	18.851
Si	58.483	-1.375	18.855
Si	44.977	1.275	19.103
Si	47.592	4.064	19.02
Si	45.006	6.776	19.118
Si	47.678	9.465	19.103
Si	44.947	-4.092	19.093
Si	47.648	-1.418	19.099
Si	49.103	0.017	20.248
Si	51.722	2.719	20.358
Si	49.007	5.433	20.292
Si	51.738	8.191	20.106
Si	49.067	10.836	20.47
Si	51.804	-2.716	20.399
Si	54.532	0.015	20.37
Si	57.132	2.766	20.162
Si	54.429	5.439	20.331
Si	-40.778	7.966	20.171
Si	54.492	-5.462	20.278
Si	57.148	-2.768	20.15
Si	43.601	-0.088	20.463
Si	46.32	2.671	20.471
Si	43.64	5.299	20.323
Si	46.337	8.129	20.572
Si	43.588	10.843	20.449
Si	46.294	-2.75	20.54
Si	50.686	-1.025	21.596
Si	52.924	1.166	21.646
Si	50.078	3.859	21.623
Si	53.22	7.105	21.488
Si	50.327	9.219	21.644
Si	53.506	-3.786	21.626
Si	55.77	-1.587	21.6
Si	42.431	1.505	21.696
Si	56.067	4.295	21.575
Si	42.15	6.514	21.585
Si	55.572	-7.216	21.433
Si	58.54	-3.991	21.548
Si	44.638	-1.681	21.89
Si	48.005	1.52	21.64
Si	44.652	3.747	21.761
Si	48.07	7.006	21.761
Si	45.149	9.761	21.847
Si	47.449	-4.392	21.786
Si	-48.185	0.969	26.179
Si	-45.053	-5.546	-4.92
Si	40.914	-3.768	-7.041
Si	45.477	-2.88	-1.923
Si	-46.755	2.379	-2.076
Si	40.993	-6.773	26.296
Si	-46.048	5.319	23.523
Si	-45.022	-2.35	25.729
Si	-48.321	-2.792	-4.844
Si	-46.513	8.273	-1.908
Si	47.207	1.131	24.522
Si	-46.328	-6.682	24.519
Si	-43.937	-7.01	-2.558
Si	47.395	-7.839	-4.736
Si	-43.837	3.205	23.579
Si	-43.499	4.216	-5.15
Si	46.158	8.08	-1.987
Si	44.494	4.172	-6.662
Si	48.81	0.202	-1.871
Si	-48.567	4.226	-6.53
Si	40.659	-1.292	-2.765
Si	41.961	1.511	-2.758
Si	43.746	1.447	-5.164
Si	48.619	0.052	-4.771
Si	-41.063	-5.573	23.673
Si	42.444	-3.759	-2.59
Si	46.502	-3.079	-4.791
Si	46.828	6.411	24.519
Si	-45.404	-0.625	-5.597
Si	-41.978	4.102	-2.781
Si	-47.061	2.056	-5.021
Si	42.099	5.92	-2.88
Si	44.041	7.788	23.847
Si	-45.744	-2.951	-3.568
Si	45.459	-5.742	-6.039
Si	-44.05	-4.839	24.426
Si	-43.113	0.121	25.823
Si	45.936	-0.402	-6.13
Si	-47.363	-7.596	-4.739
Si	44.926	5.403	-2.711
Si	41.148	0.928	-6.762
Si	45.541	3.809	24.688
Si	-43.099	6.666	-3.824
Si	45.622	-1.429	24.869
Si	-41.602	3.579	-7.193
Si	-42.67	-0.846	-6.889
Si	-40.948	0.149	23.866
Si	-48.597	-5.575	26.254
Si	41.077	7.857	-5.112
Si	42.484	-5.655	-5.065
Si	-45.621	6.958	25.794
Si	47.969	-3.431	24.687
Si	-47.605	-1.546	24.525
Si	46.895	5.31	-5.041
Si	50.307	-1.4	5.375
Si	53.03	1.279	5.351
Si	50.272	4.054	5.473
Si	-44.91	6.808	5.343
Si	50.301	9.51	5.412
Si	-44.923	12.214	5.273
Si	-42.202	-1.417	5.262
Si	-39.479	1.347	5.285
Si	-42.184	4.051	5.302
Si	-39.484	6.791	5.259
Si	-42.226	9.537	5.235
Si	-39.508	12.21	5.219
Si	44.784	-1.366	5.527
Si	47.574	1.32	5.485
Si	44.807	4.077	5.543
Si	47.529	6.767	5.526
Si	44.811	9.494	5.553
Si	47.568	-4.114	5.469
Si	51.671	-0.052	6.739
Si	-43.533	2.681	6.679
Si	-46.253	5.446	6.746
Si	-43.527	8.166	6.669
Si	-46.244	10.88	6.721
Si	-43.555	-2.758	6.651
Si	-40.839	-0.038	6.625
Si	-38.114	2.713	6.64
Si	-40.819	5.423	6.649
Si	-38.116	8.139	6.637
Si	-40.849	10.868	6.619
Si	-38.119	-2.746	6.589
Si	46.194	-0.023	6.844
Si	48.925	2.689	6.832
Si	46.18	5.418	6.891
Si	48.939	8.152	6.797
Si	46.218	-5.469	6.852
Si	48.944	-2.734	6.777
Si	50.32	1.314	8.125
Si	-44.879	4.055	8.06
Si	50.305	6.778	8.13
Si	-44.884	9.504	8.061
Si	50.316	-4.101	8.11
Si	-44.884	-1.413	8.071
Si	-42.17	1.319	8.027
Si	-39.46	4.065	8.017
Si	-42.166	6.79	8.021
Si	-39.477	9.507	7.988
Si	-42.184	-4.104	8.015
Si	-39.457	-1.385	7.98
Si	44.844	1.329	8.216
Si	47.564	4.039	8.198
Si	44.828	6.779	8.239
Si	47.587	-6.828	8.185
Si	44.841	-4.111	8.2
Si	47.579	-1.394	8.159
Si	48.951	-0.031	9.498
Si	-46.234	2.701	9.446
Si	48.952	5.415	9.505
Si	-46.236	8.15	9.449
Si	48.963	-5.452	9.497
Si	-46.24	-2.749	9.46
Si	-43.521	-0.032	9.408
Si	-40.806	2.69	9.378
Si	-43.513	5.425	9.402
Si	-40.804	8.145	9.384
Si	-43.52	-5.458	9.413
Si	-40.809	-2.742	9.363
Si	43.49	-0.041	9.575
Si	46.213	2.683	9.563
Si	43.478	5.401	9.587
Si	46.223	8.137	9.554
Si	43.487	-5.476	9.567
Si	46.221	-2.747	9.533
Si	50.321	-1.396	10.833
Si	-44.87	1.332	10.784
Si	-47.596	4.044	10.834
Si	-44.87	6.775	10.785
Si	-47.589	9.499	10.831
Si	-44.872	-4.111	10.799
Si	-42.152	-1.393	10.754
Si	-39.433	1.333	10.729
Si	-42.153	4.053	10.752
Si	-39.437	6.783	10.742
Si	-42.158	9.496	10.762
Si	-39.446	-4.1	10.725
Si	44.871	-1.398	10.917
Si	47.595	1.315	10.884
Si	44.858	4.042	10.924
Si	47.597	6.766	10.88
Si	44.861	9.489	10.917
Si	47.597	-4.107	10.869
Si	51.691	-0.02	12.159
Si	-43.502	2.695	12.13
Si	-46.225	5.419	12.162
Si	-43.509	8.138	12.14
Si	-46.227	10.859	12.179
Si	-43.506	-2.741	12.138
Si	-40.78	-0.034	12.099
Si	-38.073	2.694	12.093
Si	-40.784	5.412	12.103
Si	-38.067	8.134	12.104
Si	-40.79	10.861	12.106
Si	-38.077	-2.746	12.087
Si	46.244	-0.039	12.265
Si	48.967	2.687	12.213
Si	46.244	5.405	12.25
Si	48.972	8.143	12.201
Si	46.244	-5.464	12.244
Si	48.964	-2.745	12.213
Si	50.333	1.313	13.547
Si	-44.864	4.047	13.502
Si	-47.58	6.779	13.535
Si	-44.864	9.492	13.52
Si	50.334	-4.107	13.55
Si	53.055	-1.378	13.504
Si	-42.129	1.324	13.465
Si	-39.42	4.055	13.463
Si	-42.136	6.764	13.472
Si	-39.421	9.499	13.455
Si	-42.143	-4.107	13.485
Si	-39.423	-1.392	13.464
Si	44.886	1.319	13.634
Si	47.613	4.039	13.593
Si	44.892	6.761	13.617
Si	47.619	9.495	13.578
Si	44.905	-4.117	13.635
Si	47.619	-1.401	13.609
Si	48.993	-0.036	14.949
Si	51.7	2.685	14.872
Si	48.99	5.423	14.908
Si	-46.227	8.142	14.893
Si	48.98	-5.46	14.929
Si	51.691	-2.721	14.878
Si	54.435	-0.022	14.84
Si	-40.766	2.679	14.819
Si	-43.492	5.41	14.842
Si	-40.763	8.127	14.81
Si	-43.501	10.863	14.861
Si	-40.773	-2.753	14.837
Si	43.54	-0.057	14.998
Si	46.261	2.682	14.979
Si	43.546	5.39	14.982
Si	46.269	8.136	14.946
Si	43.559	10.838	15.005
Si	46.278	-2.764	14.995
Si	-31.026	-1.633	-0.177
Si	-28.225	1.079	-0.206
Si	-31.558	4.384	0.008
Si	-28.528	6.697	-0.064
Si	-31.667	9.826	-0.236
Si	-28.72	-3.766	-0.297
Si	-25.83	-0.992	-0.284
Si	-22.81	1.175	0.055
Si	-26.285	4.448	-0.454
Si	-23.363	7.285	0.029
Si	-25.718	9.383	0.315
Si	-39.144	12.123	-0.017
Si	-36.879	-1.157	-0.089
Si	-34.23	1.556	-0.01
Si	-36.306	3.861	0.019
Si	-33.747	6.568	0.003
Si	-37.062	9.794	-0.158
Si	-34.048	11.914	-0.229
Si	-29.844	-0.047	1.124
Si	-27.179	2.777	1.043
Si	-29.987	5.506	1.308
Si	-27.334	8.141	1.363
Si	-29.957	-5.371	1.012
Si	-27.088	-2.63	0.998
Si	-24.434	0.055	1.283
Si	-38.078	2.763	1.141
Si	-24.514	5.428	0.944
Si	-38.207	8.079	1.017
Si	-24.424	10.942	1.398
Si	-37.982	-2.718	1.324
Si	-35.375	-0.004	1.272
Si	-32.659	2.743	1.261
Si	-35.257	5.41	1.378
Si	-32.631	8.215	1.219
Si	-35.465	10.814	1.262
Si	-32.733	-2.778	1.016
Si	-31.227	1.337	2.487
Si	-28.572	4.055	2.513
Si	-31.284	6.908	2.643
Si	-28.679	9.616	2.542
Si	-31.332	-4.072	2.455
Si	-28.476	-1.364	2.496
Si	-25.821	1.486	2.521
Si	-23.165	4.135	2.481
Si	-25.848	6.729	2.531
Si	-23.137	9.596	2.822
Si	-25.858	12.36	2.542
Si	-39.511	-1.383	2.527
Si	-36.775	1.375	2.582
Si	-33.951	4.055	2.733
Si	-36.792	6.806	2.482
Si	-34.069	9.475	2.583
Si	-36.671	12.243	2.668
Si	-33.971	-1.4	2.507
Si	-32.615	-0.015	3.856
Si	-29.916	2.705	3.893
Si	-32.612	5.488	3.996
Si	-29.939	8.25	3.983
Si	-32.666	-5.435	3.879
Si	-29.923	-2.715	3.83
Si	-27.183	0.065	3.868
Si	-24.48	2.798	3.92
Si	-27.21	5.407	3.91
Si	-24.555	8.142	3.973
Si	-27.245	10.952	3.866
Si	-24.517	-2.676	3.981
Si	-38.147	-0.01	3.906
Si	-35.399	2.695	3.977
Si	-38.145	5.438	3.858
Si	-35.44	8.127	3.916
Si	-38.133	10.839	3.881
Si	-35.307	-2.705	3.96
Si	-31.334	-1.346	16.195
Si	-28.572	1.446	16.151
Si	-31.278	4.088	16.197
Si	-28.536	6.809	16.192
Si	-31.321	-6.816	16.194
Si	-28.573	-4.058	16.188
Si	-25.838	-1.297	16.131
Si	-39.401	1.331	16.189
Si	-25.853	4.159	16.209
Si	-39.404	6.772	16.176
Si	-25.817	9.552	16.208
Si	-39.406	-4.122	16.188
Si	-36.705	-1.4	16.198
Si	-34.022	1.337	16.22
Si	-36.692	4.035	16.219
Si	-33.986	6.762	16.23
Si	-36.713	9.482	16.218
Si	-34.031	-4.102	16.211
Si	-29.948	0.077	17.458
Si	-27.246	2.816	17.559
Si	-29.859	5.414	17.551
Si	-27.161	8.159	17.556
Si	-29.976	-5.422	17.517
Si	-27.182	-2.653	17.483
Si	-24.486	0.056	17.505
Si	-38.011	2.634	17.582
Si	-24.478	5.534	17.566
Si	-38.042	8.088	17.585
Si	-24.401	10.909	17.533
Si	-38.059	-2.762	17.555
Si	-35.364	-0.06	17.596
Si	-32.683	2.755	17.545
Si	-35.351	5.4	17.603
Si	-32.614	8.102	17.603
Si	-35.377	10.849	17.595
Si	-32.702	-2.718	17.579
Si	-31.273	1.438	18.843
Si	-28.515	4.173	19.05
Si	-31.196	6.71	18.933
Si	-28.598	-6.801	18.808
Si	-31.332	-4.071	18.904
Si	-28.598	-1.282	18.778
Si	-25.881	1.422	18.822
Si	-39.377	4.055	18.836
Si	-25.79	6.882	19.029
Si	-39.436	9.419	18.913
Si	-25.727	-3.965	18.795
Si	-23.117	-1.311	18.848
Si	-36.699	1.242	19.019
Si	-34.031	4.041	19.006
Si	-36.695	6.732	18.997
Si	-34.024	9.443	18.932
Si	-36.757	-4.12	18.982
Si	-34.051	-1.405	19.02
Si	-32.596	0.045	20.19
Si	-29.978	2.802	20.296
Si	-32.595	5.392	20.326
Si	-29.798	8.079	20.257
Si	-32.654	10.835	20.249
Si	-29.966	-2.624	20.144
Si	-27.269	0.092	20.15
Si	-24.469	2.773	20.082
Si	-27.095	5.505	20.49
Si	-24.417	8.287	20.424
Si	-27.187	-5.339	19.945
Si	-24.468	-2.589	20.283
Si	59.746	-0.096	20.351
Si	-35.321	2.587	20.411
Si	-38.041	5.313	20.311
Si	-35.365	8.089	20.386
Si	-38.141	10.77	20.313
Si	-35.442	-2.754	20.446
Si	-31.029	-1.034	21.511
Si	-28.83	1.196	21.503
Si	-31.52	3.86	21.764
Si	-28.091	7.261	21.773
Si	-31.422	9.225	21.43
Si	-28.298	-3.774	21.232
Si	-26.184	-1.469	21.471
Si	58.542	1.554	21.538
Si	-25.393	4.279	21.629
Si	-39.629	6.46	21.585
Si	-26.054	-6.638	21.47
Si	-22.917	-3.662	21.702
Si	60.719	-1.731	21.746
Si	-33.624	1.496	21.688
Si	-37.016	3.638	21.639
Si	-33.654	7.012	21.619
Si	-36.596	9.644	21.673
Si	-34.313	-4.494	21.584
Si	-34.137	-3.646	24.459
Si	-27.108	-2.901	25.294
Si	-39.197	-4.139	-6.874
Si	-35.919	-3.001	-2.441
Si	-30.191	2.548	-2.166
Si	-37.075	4.188	-6.659
Si	-28.487	2.005	24.475
Si	-22.978	-1.573	25.698
Si	-29.698	-4.989	-6.458
Si	-29.779	-7.817	-2.304
Si	-34.445	0.821	24.558
Si	-30.489	-6.742	24.339
Si	-27.385	-5.724	-2.112
Si	-33.958	-8.031	-4.845
Si	-30.449	4.38	24.705
Si	-25.865	7.533	-6.036
Si	-35.493	8.057	-2.243
Si	-40.738	-7.022	26.143
Si	-32.398	0.292	-2.223
Si	-32.585	4.108	-6.719
Si	-38.613	-3.793	-4.069
Si	-39.466	0.833	-3.024
Si	-37.659	1.328	-5.294
Si	-32.631	-0.219	-5.189
Si	-25.008	-4.686	23.793
Si	-40.229	-2.12	-2.27
Si	-34.859	-3.307	-5.219
Si	-34.978	6.361	24.323
Si	-30.664	1.745	-6.436
Si	-22.833	-7.952	-2.687
Si	-28.625	2.948	-4.674
Si	-39.4	5.3	-3.022
Si	-37.697	7.692	23.754
Si	-27.022	-3.946	-7.209
Si	-35.873	-6.108	-6.111
Si	-29.445	-4.202	23.975
Si	-25.63	2.793	24.439
Si	-35.536	-0.625	-6.337
Si	-30.827	-7.678	-5.168
Si	-36.555	5.318	-2.768
Si	-40.535	0.927	-5.742
Si	-35.94	3.651	24.569
Si	-25.39	-6.957	-3.931
Si	-36.352	-1.621	24.657
Si	-26.928	4.746	-6.126
Si	-25.967	3.551	-3.578
Si	-24.586	-0.003	23.576
Si	-32.785	-5.778	26.08
Si	-40.537	7.34	-5.146
Si	-38.69	-6.439	-5.299
Si	-28.875	7.03	24.86
Si	-31.677	-2.237	24.313
Si	-31.941	-2.902	-6.304
Si	-34.654	5.149	-5.011
Si	-31.263	-1.36	5.235
Si	-28.561	1.368	5.27
Si	-31.251	4.084	5.287
Si	-28.556	6.824	5.261
Si	-31.331	9.566	5.311
Si	-28.596	12.277	5.259
Si	-25.862	-1.281	5.293
Si	-23.149	1.41	5.306
Si	-25.854	4.101	5.31
Si	-23.135	6.821	5.305
Si	-25.915	9.556	5.266
Si	-23.15	12.305	5.357
Si	-36.744	-1.359	5.257
Si	-33.998	1.32	5.262
Si	-36.778	4.09	5.268
Si	-34.053	6.802	5.3
Si	-36.769	9.508	5.275
Si	-33.979	-4.084	5.297
Si	-29.928	0.006	6.625
Si	-27.216	2.732	6.653
Si	-29.91	5.462	6.641
Si	-27.236	8.193	6.653
Si	-29.944	10.92	6.647
Si	-27.234	-2.674	6.625
Si	-24.508	0.058	6.674
Si	-21.782	2.748	6.688
Si	-24.495	5.469	6.668
Si	-21.788	8.2	6.673
Si	-24.529	10.902	6.647
Si	-21.781	-2.668	6.718
Si	-35.374	-0.016	6.634
Si	-32.647	2.713	6.616
Si	-35.403	5.428	6.645
Si	-32.687	8.179	6.649
Si	-35.383	-5.447	6.625
Si	-32.62	-2.709	6.634
Si	-31.292	1.363	7.991
Si	-28.567	4.103	8.014
Si	-31.3	6.814	7.991
Si	-28.596	9.549	8.011
Si	-31.287	-4.056	8.025
Si	-28.581	-1.338	8.013
Si	-25.866	1.397	8.042
Si	-23.14	4.117	8.037
Si	-25.858	6.842	8.012
Si	-23.159	9.558	8.018
Si	-25.878	-4.039	8.001
Si	-23.147	-1.297	8.046
Si	-36.731	1.355	7.99
Si	-34.017	4.068	7.985
Si	-36.748	6.792	8.01
Si	-34.033	-6.791	8.017
Si	-36.751	-4.088	7.977
Si	-34.01	-1.37	7.993
Si	-32.654	0	9.357
Si	-29.938	2.733	9.359
Si	-32.658	5.44	9.347
Si	-29.95	8.18	9.368
Si	-32.657	-5.431	9.369
Si	-29.931	-2.699	9.386
Si	-27.226	0.022	9.385
Si	-24.5	2.761	9.395
Si	-27.213	5.475	9.372
Si	-24.505	8.196	9.385
Si	-27.23	-5.405	9.371
Si	-24.516	-2.681	9.376
Si	-38.089	-0.022	9.344
Si	-35.371	2.711	9.358
Si	-38.09	5.421	9.376
Si	-35.379	8.149	9.37
Si	-38.1	-5.459	9.348
Si	-35.376	-2.737	9.348
Si	-31.301	-1.348	10.738
Si	-28.586	1.384	10.739
Si	-31.298	4.09	10.722
Si	-28.578	6.832	10.731
Si	-31.3	9.534	10.741
Si	-28.579	-4.057	10.754
Si	-25.865	-1.328	10.755
Si	-23.132	1.414	10.759
Si	-25.857	4.127	10.745
Si	-23.137	6.843	10.743
Si	-25.867	9.559	10.736
Si	-23.149	-4.039	10.734
Si	-36.729	-1.376	10.716
Si	-34.013	1.354	10.723
Si	-36.719	4.067	10.734
Si	-34.008	6.792	10.729
Si	-36.737	9.507	10.725
Si	-34.019	-4.083	10.731
Si	-29.945	0.016	12.099
Si	-27.221	2.757	12.088
Si	-29.94	5.464	12.081
Si	-27.217	8.192	12.102
Si	-29.938	10.892	12.112
Si	-27.224	-2.69	12.12
Si	-24.492	0.042	12.104
Si	-21.777	2.779	12.126
Si	-24.492	5.486	12.107
Si	-21.77	8.2	12.1
Si	-24.504	10.919	12.096
Si	-21.775	-2.684	12.087
Si	-35.37	-0.015	12.082
Si	-32.655	2.722	12.083
Si	-35.354	5.425	12.101
Si	-32.653	8.16	12.098
Si	-35.371	-5.459	12.089
Si	-32.656	-2.723	12.096
Si	-31.31	1.367	13.457
Si	-28.579	4.116	13.444
Si	-31.285	6.813	13.465
Si	-28.572	9.538	13.479
Si	-31.303	-4.077	13.477
Si	-28.588	-1.325	13.478
Si	-25.848	1.42	13.452
Si	-23.135	4.144	13.486
Si	-25.841	6.848	13.467
Si	-23.131	9.562	13.446
Si	-25.858	-4.053	13.472
Si	-23.124	-1.327	13.449
Si	-36.716	1.338	13.462
Si	-33.994	4.068	13.472
Si	-36.702	6.777	13.477
Si	-34.02	9.504	13.466
Si	-36.72	-4.106	13.457
Si	-34.019	-1.37	13.455
Si	-32.675	0.002	14.82
Si	-29.951	2.754	14.789
Si	-32.633	5.443	14.83
Si	-29.924	8.167	14.843
Si	-32.671	-5.451	14.832
Si	-29.95	-2.701	14.838
Si	-27.211	0.067	14.802
Si	-24.501	2.783	14.836
Si	-27.204	5.471	14.802
Si	-24.469	8.21	14.828
Si	-27.205	10.897	14.843
Si	-24.478	-2.691	14.809
Si	-38.06	-0.038	14.828
Si	-35.353	2.695	14.829
Si	-38.05	5.396	14.837
Si	-35.345	8.132	14.857
Si	-38.057	10.839	14.828
Si	-35.363	-2.747	14.82
Si	-14.727	-1.552	-0.062
Si	-11.93	1.301	-0.169
Si	-15.156	4.449	0.071
Si	-12.091	6.637	0.032
Si	-15.231	-6.465	0.031
Si	-12.468	-3.692	0.034
Si	-9.609	-0.834	0.005
Si	-6.357	1.285	0.08
Si	-9.817	4.477	-0.011
Si	-7.025	7.269	-0.003
Si	-9.237	-6.827	-0.099
Si	-22.78	11.894	0.003
Si	-20.658	-1.093	-0.178
Si	-17.903	1.585	0.078
Si	-20.124	3.751	0.051
Si	-17.345	6.689	-0.077
Si	-20.509	9.656	0.397
Si	-17.461	12.016	0.081
Si	-13.539	0.112	1.144
Si	-10.871	2.842	1.283
Si	-13.594	5.532	1.428
Si	-10.856	8.301	1.183
Si	-13.618	-5.299	1.309
Si	-10.8	-2.514	1.213
Si	-8.046	0.236	1.367
Si	-21.673	2.682	1.408
Si	-8.136	5.599	1.226
Si	-21.823	8.177	1.546
Si	-8.066	-5.334	1.299
Si	-21.77	-2.66	1.203
Si	-19.105	0	1.275
Si	-16.31	2.808	1.294
Si	-19.012	5.512	1.165
Si	-16.301	8.244	1.351
Si	-18.947	10.925	1.512
Si	-16.283	-2.682	1.298
Si	-14.902	1.434	2.568
Si	-12.237	4.126	2.7
Si	-14.916	6.943	2.724
Si	-12.199	-6.677	2.584
Si	-14.948	-3.99	2.721
Si	-12.184	-1.198	2.601
Si	-9.438	1.574	2.675
Si	-6.671	4.229	2.524
Si	-9.501	6.94	2.617
Si	-6.737	-6.679	2.72
Si	-9.455	-3.922	2.571
Si	-23.142	-1.365	2.624
Si	-20.371	1.323	2.755
Si	-17.685	4.175	2.633
Si	-20.365	6.767	2.657
Si	-17.635	9.522	2.794
Si	-20.38	12.372	2.663
Si	-17.675	-1.311	2.603
Si	-16.289	0.077	3.926
Si	-13.593	2.763	4.014
Si	-16.312	5.528	4.004
Si	-13.527	8.301	4.016
Si	-16.277	-5.379	4.076
Si	-13.54	-2.589	3.983
Si	-10.815	0.146	3.976
Si	-8.032	2.908	3.967
Si	-10.838	5.544	3.979
Si	-8.124	8.264	4.015
Si	-10.823	-5.306	3.93
Si	-8.095	-2.606	3.985
Si	-21.791	-0.014	4.024
Si	-19.013	2.776	4.009
Si	-21.796	5.433	3.934
Si	-19.051	8.16	4.049
Si	-21.728	10.99	4.047
Si	-19.019	-2.627	4.023
Si	-15.008	-1.28	16.136
Si	-12.241	1.493	16.159
Si	-14.988	4.161	16.228
Si	-12.255	6.848	16.17
Si	-15	-6.755	16.145
Si	-12.273	-3.998	16.076
Si	-9.507	-1.206	16.079
Si	-23.12	1.397	16.146
Si	-9.531	4.189	16.198
Si	-23.107	6.888	16.229
Si	-9.52	9.57	16.136
Si	-23.087	-4.057	16.143
Si	-20.395	-1.313	16.19
Si	-17.661	1.439	16.192
Si	-20.388	4.141	16.178
Si	-17.688	6.837	16.183
Si	-20.422	9.555	16.211
Si	-17.724	-4.038	16.174
Si	-13.651	0.124	17.434
Si	-10.898	2.843	17.57
Si	-13.611	5.518	17.58
Si	-10.894	8.214	17.495
Si	-13.642	-5.348	17.43
Si	-10.872	-2.613	17.33
Si	-8.212	0.195	17.456
Si	-21.717	2.719	17.482
Si	-8.161	5.536	17.561
Si	-21.736	8.209	17.652
Si	-8.055	-5.426	17.396
Si	-21.763	-2.697	17.523
Si	-18.98	0.028	17.528
Si	-16.371	2.826	17.613
Si	-19.06	5.511	17.567
Si	-16.321	8.179	17.534
Si	-19.082	10.927	17.56
Si	-16.367	-2.656	17.498
Si	-14.978	1.427	18.893
Si	-12.264	4.171	18.966
Si	-14.949	6.88	18.96
Si	-12.286	9.62	18.751
Si	-15.006	-4.021	18.805
Si	-12.241	-1.26	18.654
Si	-9.529	1.492	18.921
Si	-23.067	4.101	18.782
Si	-9.522	6.902	18.9
Si	-23.075	9.602	19.011
Si	-9.418	-3.984	18.533
Si	-6.835	-1.144	18.741
Si	-20.329	1.384	18.854
Si	-17.766	4.197	19.003
Si	-20.366	6.819	19.025
Si	-17.725	9.502	18.859
Si	-20.425	-4.018	18.949
Si	-17.68	-1.349	18.945
Si	-16.288	0.001	20.267
Si	-13.635	2.788	20.302
Si	-16.367	5.568	20.357
Si	-13.593	8.347	20.249
Si	-16.363	-5.419	20.124
Si	-13.55	-2.638	19.992
Si	-10.985	0.09	20.099
Si	-8.174	2.823	20.34
Si	-10.87	5.543	20.282
Si	-8.146	8.242	20.292
Si	-10.72	-5.351	19.82
Si	-8.247	-2.545	19.907
Si	-21.633	-0.048	20.147
Si	-19.114	2.749	20.345
Si	-21.742	5.354	20.27
Si	-19.016	8.212	20.398
Si	-21.772	11.007	20.407
Si	-19.043	-2.697	20.343
Si	-14.571	-1.131	21.426
Si	-12.48	1.167	21.542
Si	-15.319	3.851	21.549
Si	-11.907	7.275	21.459
Si	-15.189	9.513	21.568
Si	-11.912	-3.87	21.061
Si	-9.873	-1.572	21.251
Si	-22.98	1.442	21.24
Si	-9.337	4.405	21.658
Si	-23.237	6.55	21.571
Si	-9.707	9.569	21.396
Si	-6.91	-3.582	21.459
Si	-20.588	-1.531	21.696
Si	-17.515	1.542	21.547
Si	-20.835	3.668	21.729
Si	-17.348	7.207	21.789
Si	-20.172	9.828	21.68
Si	-17.886	-4.371	21.527
Si	-18.534	-0.38	23.729
Si	-12.377	-0.76	25.932
Si	-25.263	-2.383	-5.39
Si	-19.381	-3.143	-2.198
Si	-13.9	2.621	-2.143
Si	-23.112	6.653	-7.024
Si	-9.414	-1.982	-7.036
Si	-14.665	1.158	25.747
Si	-12.342	-4.82	-4.695
Si	-13.448	-7.919	-2.069
Si	-20.966	3.424	24.818
Si	-13.186	-5.588	23.39
Si	-11.209	-5.642	-2.112
Si	-18.885	-6.644	-4.718
Si	-15.505	3.806	24.466
Si	-9.884	4.661	-5.437
Si	-19.137	8.108	-2.054
Si	-21.892	3.932	-7.243
Si	-16.121	0.296	-2.094
Si	-17.684	7.791	-6.669
Si	-24.396	-1.028	-3.094
Si	-23.557	1.962	-2.723
Si	-23.541	4.608	26.068
Si	-15.723	0.033	-4.923
Si	-8.929	-4.643	23.625
Si	-21.961	-4.962	-2.647
Si	-18.331	-3.478	-5.042
Si	-18.523	6.874	24.719
Si	-14.098	6.083	25.984
Si	-8.683	3.936	-2.849
Si	-14.556	3.02	-5.078
Si	-21.093	6.393	-3.751
Si	-21.36	7.865	23.81
Si	-10.534	1.807	-6.191
Si	-16.242	-3.95	-7.043
Si	-11.649	-3.647	24.996
Si	-10.508	2.371	23.707
Si	-16.901	4.765	-6.341
Si	-13.477	-7.596	-4.931
Si	-21.179	3.711	-2.855
Si	-22.766	-1.166	-5.513
Si	-18.13	4.008	25.799
Si	-10.549	7.699	-5.731
Si	-20.46	-2.643	-7.084
Si	-9.574	7.736	25.711
Si	-10.778	-0.582	-4.539
Si	-8.354	0.049	23.473
Si	-16.567	-3.297	26.286
Si	-20.575	-7.808	-6.876
Si	-23.528	-4.984	-5.254
Si	-12.426	7.806	24.258
Si	-16.27	-2.628	23.48
Si	-13.287	-1.945	-4.857
Si	-19.716	4.33	-5.157
Si	-14.935	-1.261	5.325
Si	-12.196	1.447	5.36
Si	-14.951	4.152	5.342
Si	-12.191	6.901	5.346
Si	-14.894	9.613	5.403
Si	-12.18	12.353	5.323
Si	-9.463	-1.239	5.327
Si	-6.702	1.491	5.312
Si	-9.434	4.221	5.332
Si	-6.715	6.902	5.324
Si	-9.485	-6.67	5.333
Si	-6.746	-3.958	5.372
Si	-20.4	-1.31	5.386
Si	-17.633	1.425	5.332
Si	-20.434	4.101	5.329
Si	-17.67	6.842	5.394
Si	-20.394	9.574	5.365
Si	-17.673	-4.01	5.371
Si	-13.572	0.085	6.699
Si	-10.815	2.834	6.671
Si	-13.573	5.527	6.677
Si	-10.836	8.276	6.694
Si	-13.536	10.999	6.714
Si	-10.823	-2.61	6.688
Si	-8.086	0.125	6.67
Si	-5.351	2.837	6.696
Si	-8.081	5.561	6.703
Si	-5.378	8.261	6.712
Si	-8.117	-5.328	6.707
Si	-5.384	-2.596	6.732
Si	-19.024	0.077	6.691
Si	-16.302	2.791	6.704
Si	-19.068	5.475	6.694
Si	-16.292	8.229	6.711
Si	-19.031	-5.385	6.715
Si	-16.295	-2.632	6.691
Si	-14.936	1.441	8.053
Si	-12.199	4.176	8.026
Si	-14.936	6.868	8.054
Si	-12.198	9.619	8.065
Si	-14.931	-3.984	8.053
Si	-12.207	-1.273	8.049
Si	-9.465	1.467	8.032
Si	-6.731	4.186	8.054
Si	-9.465	6.918	8.044
Si	-6.754	-6.695	8.058
Si	-9.478	-3.971	8.063
Si	-6.754	-1.234	8.069
Si	-20.404	1.414	8.048
Si	-17.692	4.133	8.05
Si	-20.419	6.851	8.038
Si	-17.662	-6.737	8.06
Si	-20.415	-4.035	8.056
Si	-17.671	-1.288	8.045
Si	-16.312	0.077	9.397
Si	-13.571	2.816	9.383
Si	-16.322	5.507	9.391
Si	-13.579	8.247	9.398
Si	-16.301	-5.361	9.396
Si	-13.574	-2.627	9.412
Si	-10.841	0.103	9.386
Si	-8.112	2.826	9.397
Si	-10.845	5.547	9.378
Si	-8.116	8.27	9.415
Si	-10.842	-5.337	9.419
Si	-8.119	-2.606	9.417
Si	-21.774	0.055	9.398
Si	-19.052	2.779	9.409
Si	-21.776	5.484	9.391
Si	-19.047	8.213	9.389
Si	-21.791	-5.405	9.383
Si	-19.045	-2.658	9.388
Si	-14.956	-1.276	10.755
Si	-12.216	1.456	10.735
Si	-14.95	4.157	10.74
Si	-12.216	6.887	10.745
Si	-14.954	9.592	10.755
Si	-12.222	-3.992	10.77
Si	-9.495	-1.253	10.763
Si	-6.767	1.478	10.781
Si	-9.493	4.185	10.736
Si	-6.759	6.906	10.77
Si	-9.485	9.619	10.773
Si	-6.766	-3.972	10.783
Si	-20.412	-1.308	10.746
Si	-17.682	1.423	10.755
Si	-20.415	4.138	10.763
Si	-17.688	6.859	10.751
Si	-20.418	9.566	10.739
Si	-17.682	-4.013	10.742
Si	-13.594	0.104	12.087
Si	-10.87	2.832	12.085
Si	-13.595	5.528	12.09
Si	-10.859	8.243	12.106
Si	-13.597	10.956	12.109
Si	-10.863	-2.617	12.115
Si	-8.137	0.113	12.118
Si	-5.417	2.833	12.157
Si	-8.139	5.542	12.098
Si	-5.41	8.26	12.146
Si	-8.127	-5.34	12.131
Si	-5.401	-2.618	12.147
Si	-19.055	0.062	12.1
Si	-16.314	2.794	12.094
Si	-19.048	5.5	12.115
Si	-16.328	8.225	12.104
Si	-19.049	-5.387	12.083
Si	-16.333	-2.643	12.097
Si	-14.951	1.452	13.457
Si	-12.245	4.172	13.449
Si	-14.967	6.863	13.457
Si	-12.239	9.583	13.454
Si	-14.988	-4.015	13.447
Si	-12.249	-1.254	13.444
Si	-9.51	1.488	13.443
Si	-6.79	4.211	13.481
Si	-9.505	6.876	13.462
Si	-6.773	9.614	13.493
Si	-9.5	-3.981	13.468
Si	-6.77	-1.246	13.472
Si	-20.405	1.417	13.471
Si	-17.677	4.137	13.458
Si	-20.412	6.854	13.477
Si	-17.707	9.573	13.455
Si	-20.406	-4.037	13.444
Si	-17.699	-1.291	13.458
Si	-16.336	0.093	14.788
Si	-13.617	2.837	14.824
Si	-16.324	5.496	14.822
Si	-13.608	8.22	14.812
Si	-16.355	-5.383	14.805
Si	-13.638	-2.622	14.768
Si	-10.896	0.141	14.771
Si	-8.171	2.859	14.81
Si	-10.883	5.519	14.81
Si	-8.138	8.225	14.818
Si	-10.873	-5.369	14.787
Si	-8.123	-2.616	14.807
Si	-21.759	0.03	14.809
Si	-19.032	2.78	14.823
Si	-21.772	5.507	14.85
Si	-19.052	8.212	14.84
Si	-21.749	10.9	14.796
Si	-19.06	-2.669	14.806
O	2.81	-6.71	-6.065
O	5.473	5.72	-0.445
O	0.489	-1.442	22.905
O	-3.784	-0.584	-3.841
O	5.354	-7.876	22.262
O	-8.775	6.365	25.361
O	-5.751	-2.552	21.982
O	0.097	4.392	25.336
O	-5.485	8.014	25.371
O	-1.794	-3.989	-1.259
O	5.364	-2.63	22.305
O	-7.987	-4.931	24.91
O	10.915	-0.074	-0.446
O	-8.26	5.538	22.156
O	10.198	6.579	-0.921
O	-5.091	5.856	-3.493
O	-9.428	8.267	-4.688
O	4.106	2.069	23.144
O	-5.453	2.719	22.139
O	4.361	-1.286	26.074
O	2.321	5.822	25.163
O	-1.234	7.734	-1.296
O	-5.221	-5.321	-0.361
O	7.153	-0.896	23.152
O	1.984	4.128	-1.706
O	-2.12	-6.965	-5.695
O	5.12	3.061	25.337
O	1.218	5	-6.047
O	-2.369	2.662	-0.588
O	8.339	-8.019	-0.24
O	-7.765	7.189	-6.285
O	1.982	-5.086	-4.285
O	-4.028	6.778	23.652
O	-1.603	6.26	22.928
O	-5.505	6.186	-6.839
O	7.439	4.513	-1.468
O	-7.204	0.062	-3.04
O	-0.02	-8.043	22.279
O	10.009	1.338	-3.755
O	8.721	6.15	-6.206
O	-10.243	-1.468	-5.77
O	-1.96	1.242	23.016
O	3.815	7.536	-1.432
O	-4.069	1.342	-5.585
O	-4.022	4.281	-1.651
O	-6.874	1.983	-1.295
O	7.308	5.19	-4.137
O	2.921	-2.634	-0.238
O	6.687	3.797	23.335
O	-8.743	-7.3	25.23
O	-6.462	-4.719	-3.789
O	3.284	7.091	23.066
O	0.166	-5.391	-0.31
O	-3.515	4.352	22.965
O	6.811	5.165	25.676
O	-2.806	-0.131	25.12
O	-2.791	-7.874	-3.408
O	-3.089	5.674	-6.197
O	1.029	3.297	-4.05
O	-0.222	0.373	24.765
O	-2.987	-5.378	22.217
O	2.479	-7.599	-3.536
O	-2.884	-0.896	-6.347
O	6.784	-5.742	23.057
O	-7.223	7.351	-3.697
O	2.112	0.587	-2.602
O	0.959	-1.111	-1.016
O	-0.177	2.897	22.089
O	-4.763	-7.099	23.088
O	9.054	-4.333	23.014
O	3.502	2.641	-3.32
O	-6.624	1.885	-5.937
O	-2.055	2.238	25.486
O	-1.016	6.942	-5.277
O	9.846	-0.223	-5.817
O	-4.883	3.837	-5.662
O	-6.987	-6.837	-5.201
O	-5.267	-0.996	25.364
O	-2.847	-2.948	-3.423
O	-3.592	6.798	-1.561
O	3.622	1.841	-0.891
O	-0.398	1.039	-1.496
O	4.395	7.379	25.488
O	-1.306	-3.889	23.411
O	-7.344	4.813	-2.796
O	-0.288	-3.455	-3.309
O	-1.684	-4.321	26.081
O	-11.071	0.18	26.1
O	6.711	-6.185	-1.121
O	-0.561	-2.165	25.192
O	0.402	-7.145	-5.073
O	-6.536	7.284	23.06
O	0.222	5.658	-0.568
O	-8.638	-1.337	-1.206
O	-5.644	2.188	-3.625
O	-3.326	-6.947	-1.073
O	4.047	-3.444	-3.814
O	-2.518	5.494	-3.578
O	3.645	-4.459	23.153
O	3.485	0.985	25.449
O	1.953	-1.171	24.978
O	8.632	1.288	22.812
O	4.704	-4.459	-0.88
O	-5.505	-0.871	-5.76
O	2.514	0.169	22.236
O	-0.715	-2.17	-5.533
O	7.982	0.555	25.2
O	-3.465	-1.444	-1.363
O	3.332	-3.855	-6.234
O	-2.102	-5.396	-3.546
O	-6.731	1.238	25.793
O	-4.436	-6.178	-4.66
O	43.916	-6.107	-5.689
O	1.424	4.694	23.026
O	-13.24	-3.499	-4.417
O	2.234	-6.769	-1.102
O	23.47	4.787	-3.629
O	-7.846	-2	-6.617
O	-7.85	-2.464	-3.445
O	-26.226	8.137	-4.576
O	-7.059	-3.825	-1.387
O	14.919	6.701	-4.547
O	21.753	5.459	-0.344
O	17.226	-1.339	23.452
O	14.458	0.051	-5.47
O	21.868	8.092	22.061
O	12.153	-1.429	-6.098
O	10.896	-2.703	22.066
O	14.369	4.784	25.104
O	9.975	7.118	23.256
O	13.532	-4.998	-2.186
O	21.823	-2.709	22.122
O	10.892	-3.944	-3.201
O	8.925	-6.906	23.612
O	27.295	-0.37	-0.45
O	8.135	5.597	22.253
O	26.426	6.539	-1.006
O	11.941	6.423	-2.846
O	7.282	-8.007	-6.933
O	21.21	1.427	23.205
O	10.753	2.831	22.369
O	21.946	5.731	-5.524
O	20.256	-5.833	-5.576
O	14.14	6.519	-1.229
O	11.201	-5.555	0.05
O	23.593	-0.749	22.417
O	17.896	3.466	-1.229
O	11.497	-5.168	25.329
O	20.707	-0.745	26.134
O	18.969	-7.209	23.431
O	13.697	2.609	-0.257
O	24.432	8.134	-0.331
O	8.199	-5.009	25.3
O	16.006	-5.845	-2.285
O	14.949	7.227	26.005
O	13.11	-7.238	25.63
O	12.313	4.763	23.411
O	23.836	3.99	-1.148
O	7.516	0.397	-3.155
O	16.626	8.173	22.483
O	25.044	-0.978	-5.833
O	9.792	-2.82	-5.78
O	14.268	-1.191	24.728
O	19.926	7.192	-1.281
O	13.963	4.716	-3.148
O	9.053	1.561	-1.308
O	12.288	4.569	-1.126
O	22.293	-1.156	-5.762
O	18.92	-2.848	-0.225
O	11.274	-6.372	-2.562
O	20.755	3.826	23.896
O	23.149	3.262	23.165
O	3.747	4.9	-6.652
O	-22.079	4.452	25.381
O	20.474	6.388	23.329
O	16.449	-5.433	0.289
O	22.329	2.399	25.51
O	20.195	-4.511	23.128
O	11.961	0.024	24.964
O	13.58	-7.075	-3.671
O	23.476	7.608	24.895
O	-13.398	-6.023	-4.6
O	-45.117	-3.412	-2.116
O	15.645	-7.23	-5.307
O	13.616	-5.272	22.337
O	-18.257	-3.689	-1.184
O	23.869	-3.185	-6.264
O	24.063	-5.726	-7.009
O	12.741	-0.891	22.686
O	23.709	-6.753	23.054
O	-24.184	0.556	-3.15
O	17.662	1.102	-2.473
O	15.271	-2.343	-5.454
O	17.17	-1.091	-1.09
O	16.16	2.644	22.505
O	45.433	7.005	23.986
O	-24.845	-1.413	-1.563
O	25.334	-4.289	23.113
O	19.315	2.929	-3.366
O	-37.346	-3.473	-3.095
O	14.262	-4.923	-5.227
O	16.15	-2.66	25.499
O	15.847	-0.643	-3.343
O	-17.971	8.112	25.618
O	-18.262	4.106	-5.773
O	31.706	-6.702	-5.229
O	31.242	-1.998	-5.399
O	11.344	-2.555	24.972
O	15.539	-3.614	-3.336
O	46.46	-6.985	-5.748
O	21.627	0.065	-0.227
O	23.72	7.299	-4.126
O	15.387	0.845	-1.21
O	10.94	-1.489	-3.793
O	37.902	-1.054	-5.789
O	15.092	-3.261	23.17
O	21.507	-2.099	-3.462
O	23.18	-0.149	24.855
O	18.593	4.357	-5.454
O	43.262	1.847	-3.666
O	-18.685	-5.06	-4.919
O	32.255	5.189	-5.953
O	8.224	-4.774	-6.671
O	19.851	1.738	-1.12
O	22.548	-6.532	-1.178
O	19.438	-5.588	25.362
O	-18.254	5.611	25.681
O	10.957	-4.62	-7.189
O	40.773	0.436	25.422
O	16.277	5.309	-0.328
O	6.738	-1.286	-1.339
O	-42.29	5.703	-2.805
O	13.033	-7.238	-0.938
O	9.728	-0.845	23.802
O	-15.868	-5.498	-6.76
O	21.579	-6.842	24.548
O	-46.119	0.827	-5.481
O	-47.377	-3.085	-3.553
O	23.265	3.75	-6.458
O	25.399	0.666	23.365
O	20.4	-4.966	-0.814
O	-47.641	-3.485	-6.133
O	19.164	-0.022	22.396
O	-47.915	5.643	-6.883
O	-18.881	-7.069	-3.164
O	19.378	5.35	25.424
O	-28.028	-4.289	-1.703
O	12.179	-2.122	-1.532
O	-15.683	4.142	-5.46
O	-46.474	8.186	25.203
O	-10.529	6.075	-5.877
O	7.353	8.234	-4.328
O	-30.14	-6.279	-5.596
O	45.825	-4.497	-5.083
O	-20.118	5.917	-4.984
O	18.016	-6.984	-1.123
O	19.766	-0.758	-5.033
O	11.944	3.939	25.836
O	6.019	-1.712	-3.715
O	-10.173	-7.898	-7.11
O	9.329	-4.728	-1.366
O	37.45	-5.937	25.845
O	37.97	5.35	-0.358
O	34.126	-1.956	23.307
O	27.604	-0.58	-5.4
O	38.3	8.142	22.196
O	6.194	5.686	-6.439
O	27.137	-2.778	22.109
O	29.825	5.127	25.333
O	27.302	7.78	25.353
O	31.017	-3.655	-1.177
O	38.278	-2.731	22.34
O	28.651	-2.644	-1.085
O	24.125	-6.33	25.542
O	43.509	0.01	-0.229
O	24.491	5.323	22.292
O	42.34	6.37	-1.341
O	28.323	6.251	-2.787
O	25.971	7.145	-5.634
O	36.697	1.637	23.274
O	27.071	2.386	22.274
O	34.477	-3.54	25.323
O	33.04	4.509	25.632
O	30.564	6.763	-1.32
O	27.086	-5.407	-0.287
O	39.968	-0.814	23.115
O	34.323	3.557	-1.307
O	25.958	4.685	-2.705
O	37.616	3.147	25.061
O	35.347	8.106	25.012
O	29.851	2.625	-0.368
O	40.732	8.171	-0.372
O	47.758	6.317	23.201
O	33.762	-6.045	-3.879
O	30.372	7.613	25.369
O	31.161	6.133	23.242
O	27.901	6.4	-7.175
O	39.581	3.449	-1.18
O	9.558	-7.734	-5.703
O	32.674	7.966	22.218
O	40.628	2.275	-3.289
O	37.007	3.237	-5.584
O	27.388	-1.159	25.581
O	30.963	0.851	23.149
O	36.165	7.008	-1.264
O	33.999	-6.604	23.499
O	30.114	0.348	-5.228
O	30.766	6	-3.8
O	26.228	1.654	-1.562
O	27.981	4.35	-1.086
O	38.531	3.94	-3.535
O	35.308	-2.745	-0.46
O	28.708	6.728	23.488
O	35.465	5.478	25.246
O	39.048	4.2	23.162
O	-13.84	3.245	-3.635
O	25.864	-4.761	-3.57
O	36.385	6.549	23.086
O	32.59	-5.564	-0.357
O	28.729	3.884	23.401
O	36.929	-4.676	23.449
O	40.078	3.532	25.568
O	29.564	0.111	25.186
O	33.301	-4.734	-6.096
O	29.674	4.861	-5.932
O	35.184	1.251	-5.534
O	-20.526	3.916	23.321
O	36.133	-5.774	-4.79
O	29.807	-5.53	22.315
O	35.423	-8.036	-3.46
O	-24.401	-7.588	-2.821
O	38.396	-5.745	-6.131
O	28.198	-0.58	23.021
O	40.625	-6.867	22.659
O	24.463	2.5	-3.185
O	33.866	1.189	-2.407
O	32.72	0.221	-5.85
O	33.383	-1.098	-1.249
O	32.634	2.635	22.223
O	25.092	-1.881	24.257
O	27.898	-7.14	23.148
O	41.671	-4.457	23.03
O	35.703	2.7	-3.425
O	32.091	0.738	25.553
O	25.458	2.303	-6.658
O	29.372	-2.399	24.268
O	32.002	-0.405	-3.435
O	-25.869	-3.415	24.36
O	39.462	-0.853	-3.751
O	27.151	4.173	-5.983
O	25.21	-6.901	-4.701
O	-17.789	7.417	-1.474
O	29.77	-2.802	-3.39
O	29.827	-7.861	-3.173
O	38.043	-0.003	-0.399
O	39.595	3.913	-5.853
O	31.563	0.838	-1.215
O	28.095	1.757	-6.39
O	39.385	-5.234	24.116
O	31.443	-3.801	23.34
O	-35.56	-4.762	-5.257
O	36.818	-6.811	-1.662
O	29.488	-6.712	-6.49
O	37.603	1.032	-4.344
O	-7.962	-3.757	22.689
O	37.684	7.005	25.263
O	-37.16	2.748	-5.908
O	36.146	1.67	-1.112
O	39.223	-6.136	-1.116
O	31.818	-1.799	24.953
O	-23.625	2.02	-1.1
O	-44.789	-6.235	24.788
O	26.154	7.181	23.086
O	32.574	5.324	-0.419
O	23.153	-1.555	-1.39
O	26.789	2.254	-4.233
O	28.602	-7.321	-1.057
O	46.055	-2.511	-3.363
O	-38.842	-5.398	-4.064
O	38.176	-3.536	25.544
O	36.368	-1.807	24.827
O	34.114	-0.947	25.763
O	37.759	5.724	-5.414
O	41.917	0.897	23.116
O	37.258	-4.311	-1.291
O	-32.409	-7.585	-4.852
O	35.345	-0.086	22.077
O	-38.411	5.067	-6.431
O	39.461	1.738	23.662
O	-25.851	-0.754	22.904
O	-46.87	7.883	-6.012
O	46.179	4.909	-3.627
O	-29.416	-5.605	24.781
O	2.45	3.226	24.917
O	-12.429	-5.002	22.104
O	27.283	-5.447	-5.719
O	-25.61	-1.604	-4.008
O	34.106	4.57	23.184
O	2.256	-4.537	25.396
O	34.319	-7.418	-1.153
O	37.588	-3.542	-5.159
O	30.342	2.61	25.041
O	-46.936	7.891	-3.414
O	-27.385	5.642	-0.535
O	25.675	-3.422	-1.375
O	-47.361	-5.666	25.226
O	-43.882	5.343	-0.436
O	-47.997	-1.437	22.966
O	46.022	-2.009	-5.913
O	-43.551	8.15	22.018
O	39.937	6.069	26.18
O	43.522	-2.829	22.21
O	46.624	4.927	25.12
O	44.42	-7.073	23.227
O	46.472	-3.936	-1.175
O	-43.3	-2.656	22.042
O	-11.747	1.744	22.878
O	41.711	-6.185	24.972
O	-37.987	-0.011	-0.449
O	40.993	5.513	22.162
O	-39.385	5.99	-1.543
O	43.476	5.248	-3.418
O	39.476	7.685	-5.251
O	-44.421	1.795	23.042
O	43.555	2.599	22.103
O	18.394	-5.983	-3.566
O	-37.32	-1.953	25.915
O	47.274	7.288	-1.145
O	43.505	-5.571	-0.207
O	-41.329	-1.143	22.951
O	-47.243	3.696	-1.271
O	-8.093	3.738	25.773
O	-42.343	0.704	24.5
O	-47.352	3.243	-6.083
O	46.134	2.688	-0.216
O	-40.909	8.049	-0.729
O	41.694	7.163	-6.421
O	-30.117	8.077	-3.823
O	47.452	7.319	25.688
O	-24.658	3.807	25.223
O	43.18	5.047	-6.33
O	-42.215	3.515	-1.308
O	41.716	-0.076	-2.723
O	-48.712	8.127	22.121
O	-40.643	1.106	-4.121
O	-44.48	3.364	-6.123
O	39.915	-2.713	-6.301
O	47.523	0.728	22.983
O	-45.937	6.983	-1.125
O	-46.709	-6.692	22.947
O	-48.528	1.441	-4.788
O	-10.315	-3.948	24.111
O	42.179	1.999	-1.23
O	44.835	4.596	-1.32
O	-43	3.396	-3.833
O	-46.624	-2.598	-0.315
O	-37.138	-6.883	-5.452
O	-46.208	5.606	25.114
O	-42.408	3.516	22.9
O	39.773	-7.697	25.767
O	-28.121	-4.688	-6.273
O	-45.653	6.693	22.76
O	48.576	-5.449	-0.438
O	44.985	4.316	23.253
O	-44.824	-4.393	23.071
O	-43.785	3.375	25.166
O	46.533	-0.143	25.261
O	46.865	-7.53	-3.239
O	45.825	4.949	-6.195
O	4.867	0.373	-2.686
O	8.189	7.396	25.175
O	-46.524	-6.204	-4.71
O	46.305	-5.474	22.276
O	9.608	5.05	-2.927
O	-14.97	4.382	23.05
O	-44.069	5.673	-4.688
O	45.061	-1.147	23.373
O	-41.437	-6.786	22.696
O	41.656	7.18	-3.772
O	-47.9	1.255	-1.981
O	-35.046	-4.007	-1.483
O	-48.511	-1.126	-1.207
O	-48.879	2.698	22.125
O	-41.616	8.029	25.626
O	26.535	-2.295	-3.82
O	-40.187	-4.482	22.879
O	-46.5	2.704	-3.639
O	48.54	1.604	25.294
O	42.476	0.778	-5.888
O	46.518	-2.769	24.878
O	48.124	-0.199	-3.263
O	16.52	4.767	-3.96
O	-43.882	-0.269	-6.014
O	-26.166	4.085	-2.049
O	41.489	-6.916	-5.057
O	-13.551	0.015	22.005
O	-45.388	1.813	-1.419
O	45.073	6.996	-2.474
O	-43.591	0.016	-0.689
O	-42.14	4.523	-5.986
O	47.641	0.812	-0.991
O	44.87	0.287	-5.141
O	-42.458	-4.958	24.207
O	48.165	-3.808	23.126
O	40.915	4.851	-2.957
O	-45.374	-6.876	-1.812
O	48.089	-4.771	25.578
O	-41.287	-0.435	-6.163
O	-24.316	7.086	-6.053
O	-44.049	6.999	25.369
O	38.753	-1.049	25.633
O	1.745	-2.488	-4.605
O	-42.734	-6.569	-1.577
O	-48.807	-2.398	25.189
O	48.951	-7.378	-4.828
O	41.8	-4.512	-5.954
O	42.981	7.126	22.834
O	48.923	5.459	-0.36
O	39.984	-1.583	-1.316
O	-41.717	-1.674	-1.728
O	45.408	-7.132	-1.099
O	-12.923	-1.869	-6.429
O	48.247	4.456	-5.346
O	-44.28	-3.771	25.609
O	20.836	-3.373	25.459
O	-47.42	-0.112	25.252
O	-30.954	-1.441	25.49
O	-40.186	1.176	22.901
O	-27.862	7.524	26.056
O	44.44	3.648	25.878
O	-46.08	0.03	22.088
O	-23.035	-4.248	-1.622
O	42.604	-5.02	-3.584
O	0.508	2.626	-6.597
O	-44.499	-5.83	-6.389
O	45.458	-1.552	-1.014
O	-9.174	-0.991	22.585
O	-25.75	3.374	22.927
O	-39.988	-3.061	-3.575
O	29.234	-5.146	-2.362
O	-48.343	-1.192	-5.158
O	-12.51	2.004	-1.544
O	48.097	-3.315	-4.7
O	-47.831	-7.417	-1.241
O	17.364	6.832	-5.337
O	46.194	2.365	24.488
O	4.531	-6.449	-2.507
O	-45.418	-1.453	-4.17
O	41.66	-4.116	-1.216
O	-31.951	-6.379	24.863
O	-29.246	1.806	-5.641
O	-30.96	-3.659	24.044
O	-35.632	-2.234	-6.17
O	-27.098	-7.782	21.961
O	-41.159	2.168	-6.558
O	-38.236	-2.951	22.052
O	-35.164	2.255	24.539
O	-38.127	7.735	25.296
O	-8.285	2.469	-3.405
O	-27.23	-2.676	21.811
O	6.263	-4.354	-2.942
O	-40.173	-6.212	24.863
O	-21.763	0.065	-0.617
O	-40.749	5.382	22.109
O	32.792	-7.994	25.544
O	-37.924	4.803	-3.443
O	-42.096	7.509	-4.768
O	-28.289	1.883	22.872
O	-38.181	2.555	21.994
O	-28.508	-3.012	24.504
O	-29.752	2.933	24.857
O	-34.465	7.29	-1.262
O	-38.116	-5.34	-0.637
O	41.531	-2.579	-3.246
O	-30.753	3.73	-1.238
O	-34.661	-7.175	-6.034
O	-27.137	2.719	25.026
O	-32.224	5.66	-6.706
O	-35.324	2.665	-0.513
O	-24.616	-8.016	-0.183
O	-39.75	-7.594	-5.068
O	-30.63	7.676	-6.448
O	-34.604	7.404	25.492
O	-33.951	6.369	23.084
O	-40.442	6.711	-6.616
O	17.14	-0.442	-5.564
O	-39.441	-0.758	-2.664
O	-32.571	8.186	21.946
O	-27.201	2.544	-3.971
O	-28.383	4.285	-5.565
O	-38.391	-3.399	-5.656
O	-33.991	0.602	23.016
O	-29.263	7.255	-1.412
O	-30.585	-6.661	22.741
O	-34.007	-0.227	-6.013
O	-35.254	4.771	-3.552
O	-39.688	1.594	-1.611
O	-36.628	4.779	-1.267
O	7.807	3.656	-6.276
O	-29.893	-2.696	-0.714
O	-36.409	6.732	23.678
O	-29.414	5.542	25.148
O	25.484	-4.078	25.749
O	-36.503	4.055	23.119
O	-12.733	5.222	26.131
O	-28.324	6.893	23.343
O	-13.759	7.349	25.042
O	14.144	1.12	23.467
O	-28.959	-4.546	22.486
O	-21.548	1.927	25.129
O	-35.388	-0.392	25.06
O	-34.653	-7.599	-3.446
O	-35.835	5.041	-6.103
O	-31.681	4.551	25.748
O	19.799	8.18	25.862
O	12.088	1.088	-5.376
O	-35.457	-5.57	22.062
O	-23.747	-1.132	24.356
O	-20.274	-7.068	-5.455
O	-17.097	3.527	24.643
O	-36.997	-1.129	23.254
O	-25.778	-5.607	22.706
O	-39.828	6.402	-4.078
O	-31.353	1.487	-2.466
O	-31.793	1.1	-5.505
O	-31.66	-0.942	-1.5
O	-32.602	2.691	22.181
O	-43.889	7.739	-2.941
O	-37.267	-7.213	23.072
O	-23.657	-4.155	23.073
O	-28.936	1.771	-1.5
O	-33.243	0.872	25.637
O	22.533	-4.004	-1.855
O	-35.614	-3.036	24.369
O	-16.817	-3.37	-5.638
O	-34.131	6.685	-5.006
O	-14.671	-1.165	-4.654
O	-12.031	8.127	-5.3
O	-14.76	2.387	24.708
O	-26.406	-5.807	-3.4
O	-34.95	-2.711	-3.706
O	-36.54	6.943	-2.783
O	-27.025	0.064	-0.746
O	-25.916	4.557	-4.858
O	-33.621	0.834	-1.33
O	23.745	8.115	-6.529
O	22.069	5.488	25.364
O	-33.624	-4.058	22.986
O	-40.394	4.018	-3.119
O	-28.611	-6.723	-2.332
O	-33.99	-4.862	25.503
O	-22.027	2.353	-3.09
O	-9.05	1.298	-6.594
O	-26.844	6.319	-6.439
O	-37.082	3.484	25.703
O	44.347	2.734	-5.94
O	-26.439	-6.164	-0.9
O	-33.157	-2.452	24.915
O	-30.075	8.117	24.851
O	-39.017	-5.728	-6.711
O	-38.936	7.102	22.907
O	-32.659	5.467	-0.566
O	-13.944	8.002	-3.557
O	-30.94	4.52	23.153
O	-36.303	-7.09	-1.49
O	23.22	-3.73	24.544
O	-33.536	4.028	-5.397
O	25.626	0.076	-3.579
O	-28.747	0.509	25.046
O	-16.228	5.559	-0.488
O	-29.703	3.257	-3.522
O	-23.658	0.556	22.402
O	-21.814	-0.512	25.989
O	2.624	7.096	-5.852
O	-29.877	0.03	21.962
O	-31.227	3.242	-6.694
O	-19.792	3.618	-3.694
O	-19.598	3.413	25.639
O	-23.866	6.192	26.043
O	-36.259	-1.723	-1.497
O	-30.658	-3.799	-5.951
O	-23.002	-1.477	-3.901
O	-17.372	-1.459	23.487
O	2.942	5.083	-4.08
O	-43.948	-6.123	-3.885
O	-22.667	7.322	-1.449
O	9.984	2.327	-6.288
O	-31.1	-7.183	-1.605
O	-26.53	-2.723	-6.275
O	-4.098	-0.853	22.998
O	-2.406	5.299	25.175
O	-20.824	-7.129	23.044
O	-39.632	-3.063	-1.093
O	-12.505	-6.939	23.933
O	-10.946	5.579	-0.464
O	-14.999	-2.073	22.677
O	-19.193	-2.629	-6.105
O	-10.799	-7.89	21.807
O	18.142	-0.942	25.917
O	-21.76	-2.583	22.159
O	-20.374	-4.884	26.235
O	-22.318	8.234	25.045
O	-46.193	-2.308	24.622
O	-10.944	-2.722	21.728
O	-1.125	4.242	-5.293
O	-24.681	-5.683	25.005
O	-5.315	0.102	-0.373
O	-24.343	5.456	22.116
O	-6.329	6.676	-1.336
O	-21.935	5.048	-3.392
O	-24.384	-6.325	-5.016
O	-38.096	1.373	-3.723
O	-22.01	2.556	21.92
O	-13.599	0.052	25.224
O	-17.83	-4.214	25.855
O	-18.128	0.984	22.957
O	-21.556	-5.507	-0.068
O	-38.964	0.83	-6.124
O	-14.363	3.836	-1.197
O	33.183	2.765	-6.399
O	-10.916	2.641	25.247
O	-9.713	-0.585	-3.369
O	-18.956	2.717	-0.436
O	-8.121	-7.946	-0.532
O	-21.739	7.425	-6.705
O	-11.049	7.618	25.081
O	9.061	-6.047	-3.677
O	-17.781	6.703	23.285
O	-22.942	5.065	-6.794
O	-9.323	3.781	-1.389
O	-12.995	-4.411	24.475
O	-16.221	-7.966	22.085
O	-47.404	4.647	22.987
O	-10.751	3.355	-5.779
O	-24.218	-1.445	-6.192
O	-18.577	-0.156	25.338
O	-12.955	7.084	-1.28
O	-14.681	-5.981	22.9
O	-21.713	-2.195	-6.159
O	-10.019	3.735	22.985
O	-20.5	-4.293	-2.434
O	-20.946	4.066	-1.306
O	-9.685	4.705	-3.843
O	-13.584	-2.631	-0.537
O	34.235	-6.005	26.053
O	-18.61	-2.818	-3.587
O	-31.705	-1.464	-5.624
O	-17.709	-7.527	-5.393
O	-22.357	-4.719	-4.183
O	47.252	6.894	-5.059
O	-16.365	-5.391	-0.478
O	21.511	6.396	-3.065
O	-43.958	-1.178	25.432
O	-16.982	-3.889	22.788
O	3.747	-6.534	24.83
O	-26.064	-7.588	-7.065
O	-20.806	3.614	-6.099
O	-13.437	3.088	-6.215
O	-14.51	-7.75	-6.162
O	-19.004	-5.421	22.122
O	-15.199	5.017	25.492
O	-15.124	1.518	-5.04
O	13.189	-7.12	-6.24
O	-19.929	-0.907	23.072
O	-9.287	-5.968	22.759
O	-44.861	4.335	23.081
O	-14.987	1.437	-2.089
O	-22.893	-5.164	-6.704
O	-15.48	-1.025	-1.412
O	-16.393	2.666	21.898
O	6.348	-6.047	-5.347
O	14.48	4.224	-5.64
O	12.494	6.493	25.616
O	16.818	8.188	-3.187
O	-25.049	1.268	24.462
O	-22.34	0.34	-5.969
O	47.396	0.178	-5.782
O	-16.648	0.002	-3.592
O	-31.732	-1.474	22.906
O	-22.278	6.999	22.807
O	-11.049	0.943	-4.945
O	15.128	-3.607	-0.805
O	27.515	-6.78	-3.466
O	-20.061	6.909	-2.611
O	-10.752	0.217	-0.566
O	-8.5	4.347	-6.239
O	-17.378	0.81	-1.246
O	10.558	-7.673	25.417
O	27.973	3.355	25.967
O	19.956	-7.985	-3.82
O	-22.187	7.57	-3.954
O	-12.18	-6.923	-2.087
O	-15.722	-3.041	24.935
O	-34.972	4.883	24.973
O	-11.81	-4.434	-1.24
O	-40.769	-3.845	-6.654
O	-24.551	-3.779	-5.074
O	31.736	-4.298	-4.117
O	-9.794	-6.112	-1.472
O	24.096	-2.769	-3.446
O	-11.673	-4.842	-6.153
O	-3.205	-2.64	24.743
O	-21.994	-6.583	-2.469
O	-7.865	-0.797	24.755
O	14.821	6.638	23.43
O	-27.069	-1.37	25.868
O	-19.834	-7.47	-0.822
O	-20.098	7.031	24.376
O	-0.516	0.326	-6.264
O	-11.96	-2.06	25.069
O	44.446	-1.646	25.965
O	-16.117	0.492	26.015
O	38.312	-5.427	-3.452
O	-7.053	0.672	22.743
O	18.768	1.65	-5.568
O	5.447	0.224	0.093
O	-33.317	-3.491	-5.673
O	13.687	-3.711	25.324
O	-24.477	2.981	-3.532
O	-17.089	6.365	-6.2
O	1.655	-6.166	23.254
O	-20.055	-1.809	-1.532
O	-36.516	0.199	-5.371
O	-32.867	-5.462	-0.712
O	-5.86	-4.696	-6.321
O	-12.158	-1.194	-3.993
O	11.864	-6.878	23.317
O	18.895	5.958	-3.379
O	6.251	-3.482	-5.439
O	-14.664	-7.193	-1.306
O	-45.138	-3.962	-4.671
O	34.995	2.874	24.948
O	17.666	3.513	26.083
O	-16.476	-0.203	-6.317
O	36.485	0.905	25.84
O	18.44	-3.272	24.603
O	9.652	7.69	-3.223
O	-46.016	-1.524	-6.814
O	39.836	0.726	-5.838
O	30.599	7.293	-5.985
O	43.946	-3.345	-2.14
O	-32.975	-0.237	-3.62
O	0.044	-0.798	-3.417
O	21.07	-5.717	-3.196
O	37.077	8.137	-6.173
O	29.618	-4.162	-5.66
O	20.479	-3.186	-5.638
O	20.925	3.228	-5.417
O	4.959	8.118	-5.843
O	-5.336	-2.508	-2.849
O	16.848	5.815	25.009
O	43.355	7.73	25.293
O	8.054	2.901	-3.334
O	34.588	-7.629	-5.889
O	-39.985	-0.129	25.153
O	18.032	4.122	23.48
O	-12.418	6.852	22.947
O	30.609	-3.956	25.876
O	4.712	5.247	24.069
O	-11.141	-5.062	-3.622
O	13.146	-2.848	-3.933
O	-9.294	1.314	23.794
O	-42.873	-2.437	-7.051
O	-22.297	-3.041	25.618

Results
total energy: -609936.918 eV
total energy less fixed offsets of O -438.25, Si -107.07 eV per atom: -17.718 eV

Forces (eV/angstrom) on atoms 202 to 888 of the 3024, counted in the order above; the others are left out for length: element, x, y, z
Si	0.063	-0.069	0.018
Si	0.064	0.038	-0.013
Si	0.055	-0.08	-0.081
Si	0.028	-0.065	0.006
Si	-0.033	-0.031	-0.136
Si	0.159	-0.106	0.165
Si	-0.082	0.021	-0.029
Si	-0.008	-0.08	-0.036
Si	0.132	0.003	-0.168
Si	0.104	0.116	-0.005
Si	0.081	-0.105	-0.022
Si	-0.039	0.046	0.025
Si	-0.027	0.022	-0.15
Si	0.01	-0.021	0.043
Si	0.014	0.064	0.043
Si	0.006	0.018	0.005
Si	0.004	-0.001	0.009
Si	0	0.012	-0.009
Si	0.014	0.019	0.006
Si	-0.005	-0.003	0.007
Si	-0.009	-0.003	0.008
Si	-0.021	0.005	-0.003
Si	0.013	-0.022	-0.001
Si	-0.012	-0.003	0.006
Si	0.002	0.015	0.009
Si	-0.001	-0.002	-0.004
Si	-0.002	-0.006	0.009
Si	-0.007	0.017	0.007
Si	-0.005	0	0.006
Si	0.003	0.006	0.004
Si	0.008	0	0.006
Si	-0.004	0.011	-0.002
Si	-0.012	0.009	0.014
Si	-0.003	0.007	0
Si	-0.006	-0.006	0
Si	0.003	-0.003	0.002
Si	-0.007	-0.006	0.006
Si	0.011	-0.01	-0.005
Si	0.002	0.006	-0.007
Si	-0.002	0	-0.003
Si	0.003	-0.005	0.001
Si	-0.003	-0.003	-0.002
Si	-0.008	0.006	-0.001
Si	0.002	0.008	0.008
Si	-0.011	-0.005	0.008
Si	-0.011	0.002	0.002
Si	0.005	-0.014	0.001
Si	-0.003	-0.005	-0.006
Si	0.009	-0.01	-0.001
Si	0	-0.002	-0.001
Si	-0.003	-0.001	-0.015
Si	0.005	0.01	0.004
Si	0.004	0.01	-0.003
Si	-0.013	-0.007	-0.001
Si	0	0.002	0.001
Si	0.006	0.008	-0.008
Si	0	-0.001	-0.003
Si	-0.003	-0.005	-0.01
Si	-0.005	-0.011	-0.008
Si	-0.001	0.013	-0.001
Si	-0.01	-0.001	-0.004
Si	0.005	-0.001	-0.011
Si	0.015	0.018	-0.012
Si	0	-0.009	0.003
Si	-0.005	0.004	-0.002
Si	0.006	0.006	-0.006
Si	0.008	0.01	-0.005
Si	-0.016	-0.004	-0.002
Si	-0.003	0.008	-0.007
Si	0.004	-0.012	-0.005
Si	0.002	-0.009	0.001
Si	0	-0.003	0.001
Si	-0.001	0.001	0.005
Si	0.002	0.005	-0.003
Si	0	-0.006	0.002
Si	0.003	0	0.006
Si	-0.003	-0.003	0.006
Si	-0.004	-0.001	0.004
Si	0.004	-0.005	0.005
Si	-0.01	0.002	0.007
Si	0	0.001	0.006
Si	-0.004	0.006	0.004
Si	-0.003	-0.009	0.001
Si	-0.002	-0.006	0.004
Si	-0.009	-0.003	0.003
Si	-0.004	0	0.001
Si	0.008	-0.001	-0.006
Si	-0.001	0.009	-0.001
Si	-0.003	0	-0.003
Si	0.001	0.002	0.001
Si	0.002	-0.002	0
Si	0.001	0.003	-0.004
Si	0.002	0.012	0.002
Si	-0.001	0.001	-0.002
Si	0.009	-0.007	-0.005
Si	0.002	0	-0.004
Si	-0.003	0.003	-0.005
Si	0.011	-0.001	-0.001
Si	-0.005	0.002	-0.007
Si	-0.006	-0.008	0
Si	-0.003	0.005	0
Si	0.005	0.007	0.002
Si	0.006	0.001	0.002
Si	0	0.015	-0.002
Si	0.003	-0.007	-0.005
Si	0.008	-0.004	-0.006
Si	0.002	-0.003	0
Si	-0.008	-0.007	0.005
Si	-0.007	0.003	0.006
Si	-0.008	-0.005	0
Si	-0.009	-0.008	0.005
Si	0	0.005	0.004
Si	-0.014	0.006	-0.001
Si	0.001	0.001	-0.002
Si	0.005	-0.005	0.004
Si	0.006	0.01	0.009
Si	0.001	-0.005	0.002
Si	0.004	-0.011	-0.001
Si	0.003	-0.011	-0.001
Si	-0.011	-0.001	0.003
Si	-0.002	0.005	-0.001
Si	0.001	0.011	-0.007
Si	0.004	-0.002	-0.002
Si	0.007	-0.011	-0.001
Si	0.007	-0.001	0.004
Si	-0.006	0.012	0.005
Si	0.009	0.001	0.004
Si	0.001	0.008	0.006
Si	-0.013	0.02	-0.003
Si	0.001	-0.001	0.003
Si	0.008	0.001	-0.004
Si	0.021	-0.016	-0.007
Si	-0.01	-0.003	0.001
Si	-0.002	0.012	0.002
Si	0.004	-0.008	-0.007
Si	-0.009	0.013	0.004
Si	0.007	0.004	0.006
Si	0.003	0.006	0.006
Si	-0.003	0.008	-0.003
Si	0.015	-0.026	-0.005
Si	0	0	0.007
Si	0.004	-0.002	0.003
Si	-0.001	-0.004	0.005
Si	0.002	-0.011	-0.001
Si	-0.005	-0.004	0.003
Si	-0.006	-0.01	0.001
Si	-0.001	0.002	0.004
Si	-0.006	-0.009	0.002
Si	0	-0.001	0.004
Si	0	0.007	0.005
Si	0.009	-0.001	0.009
Si	-0.008	-0.002	0.012
Si	-0.004	0	0.006
Si	-0.004	-0.01	0.001
Si	-0.004	-0.012	0.002
Si	-0.005	-0.003	0.001
Si	-0.011	0.003	0.004
Si	0.006	0.011	0
Si	-0.002	-0.007	0
Si	-0.066	0.25	0.733
Si	-0.16	0.18	0.737
Si	0.207	-0.12	0.768
Si	-0.162	0.11	0.655
Si	0.219	-0.376	0.596
Si	0.253	0.053	0.703
Si	0.211	-0.279	0.795
Si	-0.383	0.118	0.702
Si	0.047	-0.201	0.658
Si	0.044	-0.133	0.766
Si	-0.099	0.186	0.729
Si	-0.268	0.448	0.616
Si	0.306	-0.17	0.654
Si	0.178	-0.214	0.785
Si	-0.223	0.056	0.776
Si	-0.069	0.346	0.664
Si	0.187	-0.224	0.586
Si	-0.354	0.158	0.728
Si	0.006	-0.004	-0.063
Si	0.002	0.003	-0.037
Si	-0.013	0.012	-0.041
Si	0.016	0.009	-0.034
Si	0.018	-0.002	-0.035
Si	0.015	0.015	-0.071
Si	0.034	-0.002	-0.031
Si	0.006	-0.026	-0.074
Si	-0.019	0.021	-0.052
Si	-0.02	-0.005	-0.035
Si	0.026	-0.012	-0.035
Si	-0.022	-0.022	-0.056
Si	-0.037	0.012	-0.06
Si	-0.021	0.019	-0.057
Si	0.003	-0.018	-0.046
Si	0	-0.039	-0.044
Si	0	0.006	-0.004
Si	0.047	0.033	-0.06
Si	0.013	0.019	-0.003
Si	0.004	-0.002	0.014
Si	-0.016	0.009	0.02
Si	0.005	-0.017	0.025
Si	0.006	-0.013	0.059
Si	-0.011	-0.019	0.034
Si	-0.008	-0.033	0.008
Si	0.008	0.009	0.003
Si	0.005	0.016	0.039
Si	-0.027	0.033	0.038
Si	-0.01	-0.004	0.008
Si	0.038	0.016	0.005
Si	0.028	-0.001	0.033
Si	0.007	-0.027	0.032
Si	0.032	0.016	0.015
Si	0.034	-0.011	0.029
Si	-0.032	0.02	0.003
Si	-0.018	0.036	0.023
Si	-0.005	-0.006	0.001
Si	0.013	-0.001	-0.01
Si	-0.002	-0.001	-0.011
Si	-0.039	0.008	-0.029
Si	-0.037	0.01	0.017
Si	0.013	0.012	-0.008
Si	0.019	0.004	-0.014
Si	-0.002	0.004	0.017
Si	0.015	0.004	-0.013
Si	-0.024	0.005	-0.009
Si	0.012	0.017	0.006
Si	0.015	-0.002	0.004
Si	-0.02	0.003	0
Si	-0.001	-0.007	-0.018
Si	-0.024	-0.018	0.03
Si	-0.002	0.019	0.006
Si	-0.008	0.003	0.011
Si	-0.018	-0.015	0.001
Si	-0.009	0	-0.01
Si	-0.004	-0.019	-0.009
Si	-0.014	-0.009	-0.012
Si	0.005	-0.003	-0.002
Si	0.003	0.002	-0.006
Si	0.003	-0.016	-0.005
Si	-0.024	-0.014	-0.015
Si	0.016	-0.007	-0.013
Si	-0.003	-0.002	-0.001
Si	0	0.014	-0.012
Si	-0.001	-0.005	-0.017
Si	0	0.008	-0.008
Si	-0.011	-0.003	-0.012
Si	0.013	-0.002	-0.001
Si	0.004	0.004	-0.003
Si	0.002	0.016	-0.008
Si	0.009	-0.007	-0.007
Si	-0.003	0.014	-0.018
Si	-0.019	0.004	0.016
Si	-0.004	0.008	0.003
Si	0.02	0.004	-0.018
Si	-0.002	-0.006	0.018
Si	0.008	0.007	0.011
Si	0.01	0.026	0.022
Si	0.022	0.014	-0.007
Si	-0.022	-0.015	0.001
Si	0.006	-0.014	0.006
Si	-0.002	-0.004	0.013
Si	-0.001	0.006	-0.007
Si	0.004	0.009	0.015
Si	-0.016	0.01	0.012
Si	0.015	0.019	0.014
Si	-0.005	-0.015	-0.002
Si	-0.02	-0.001	0.018
Si	0.017	-0.006	0.019
Si	0.003	0.007	-0.003
Si	0.005	-0.031	-0.028
Si	-0.002	-0.001	-0.021
Si	-0.023	0.003	-0.019
Si	0.017	-0.012	-0.026
Si	-0.004	-0.018	-0.001
Si	-0.02	-0.041	-0.046
Si	0.011	-0.006	-0.006
Si	0.013	0.017	-0.024
Si	-0.005	-0.023	-0.037
Si	-0.004	0.018	-0.022
Si	-0.03	-0.01	-0.038
Si	-0.006	-0.006	-0.034
Si	0.018	0.017	-0.005
Si	0.014	-0.01	-0.03
Si	0.013	0.019	-0.005
Si	0.004	0.032	-0.045
Si	-0.026	0.005	-0.045
Si	-0.004	0.024	-0.008
Si	-0.018	-0.008	0.052
Si	-0.01	-0.002	0.064
Si	0.011	-0.007	0.038
Si	0.026	0.013	0.066
Si	-0.013	-0.033	0.035
Si	0.001	0.032	0.064
Si	-0.034	0.057	0.019
Si	0.028	-0.01	0.026
Si	0.029	-0.027	0.047
Si	0.031	-0.032	0.058
Si	0.006	-0.028	0.054
Si	0.028	-0.026	0.029
Si	-0.024	0.01	-0.011
Si	-0.019	0.005	0.03
Si	-0.006	-0.032	0.06
Si	0.004	-0.021	0.061
Si	0.004	-0.016	0.065
Si	0.019	-0.031	0.037
Si	-0.123	-0.273	-0.757
Si	0.048	0.258	-0.687
Si	0.14	0.183	-0.733
Si	-0.279	-0.296	-0.725
Si	0.083	0.417	-0.587
Si	-0.191	-0.097	-0.707
Si	0.004	-0.097	-0.697
Si	0.098	-0.153	-0.652
Si	-0.244	-0.087	-0.692
Si	0.119	0.271	-0.703
Si	0.132	0.277	-0.73
Si	-0.168	-0.19	-0.713
Si	0.01	0.062	-0.748
Si	-0.126	-0.251	-0.662
Si	0.229	0.085	-0.643
Si	-0.208	-0.157	-0.766
Si	-0.113	-0.188	-0.741
Si	0.251	0.029	-0.696
Si	-0.142	-0.065	-0.16
Si	0.047	0.168	-0.02
Si	-0.007	-0.052	-0.092
Si	0.004	0.003	0.294
Si	-0.121	-0.094	0.166
Si	-0.035	-0.129	0.043
Si	-0.064	-0.02	-0.145
Si	0.04	0.005	-0.071
Si	0.056	0.084	0.018
Si	-0.081	0.144	0.037
Si	-0.067	0.23	-0.002
Si	0.018	-0.059	-0.105
Si	-0.038	-0.066	0.116
Si	0.034	0.144	0.108
Si	-0.03	0.094	-0.053
Si	-0.034	0.082	-0.048
Si	0.052	-0.052	0.017
Si	-0.013	0.086	-0.084
Si	0.052	0.003	0.097
Si	-0.119	-0.14	-0.032
Si	-0.074	0.125	0.323
Si	0.047	-0.141	0.166
Si	-0.062	-0.157	-0.105
Si	0.027	-0.02	0.09
Si	-0.066	-0.046	-0.001
Si	-0.044	0.048	0.104
Si	0.058	-0.058	0.135
Si	0.144	0.075	-0.068
Si	0.063	-0.036	-0.042
Si	0.105	0.119	0.223
Si	-0.102	-0.056	0.01
Si	-0.029	-0.025	-0.049
Si	0.023	0.05	-0.089
Si	0.117	-0.048	0.062
Si	0.047	0.005	-0.008
Si	0.006	-0.095	-0.199
Si	0.118	0.054	0.068
Si	-0.021	-0.065	-0.149
Si	-0.03	0.076	-0.053
Si	0.071	0.105	0.203
Si	0.044	-0.053	-0.024
Si	-0.033	-0.13	0.068
Si	-0.125	-0.009	-0.013
Si	-0.001	0.103	0.111
Si	-0.111	-0.065	-0.002
Si	-0.195	0.072	0.002
Si	-0.017	-0.065	0.02
Si	-0.022	0.052	-0.053
Si	-0.003	-0.05	-0.003
Si	-0.023	0.082	-0.012
Si	-0.046	-0.118	-0.116
Si	0.088	-0.04	-0.129
Si	0.135	-0.064	0.135
Si	0.063	0.072	-0.083
Si	-0.009	-0.009	-0.003
Si	0.002	-0.012	-0.004
Si	-0.009	0	0.002
Si	0.014	-0.001	-0.002
Si	0.02	0.004	0.014
Si	0.008	-0.01	0.016
Si	-0.016	-0.01	0.004
Si	-0.001	-0.005	-0.003
Si	-0.013	0.003	-0.001
Si	0.001	0.004	-0.012
Si	0.009	0.008	0.015
Si	0.001	0.003	-0.008
Si	0.008	0.014	-0.01
Si	-0.013	0.01	0.007
Si	0.006	-0.024	0
Si	0.013	-0.01	-0.001
Si	-0.002	0.004	0.002
Si	-0.003	-0.039	0.015
Si	0.012	0.007	-0.011
Si	0.004	0.003	-0.004
Si	-0.004	-0.004	-0.006
Si	-0.013	0.021	0.002
Si	0.003	-0.006	0.005
Si	0.01	-0.002	-0.009
Si	0.002	0.004	-0.001
Si	-0.006	-0.002	0.002
Si	-0.013	0.001	-0.004
Si	0.006	0.003	-0.002
Si	-0.004	0.002	0.001
Si	-0.004	-0.001	0
Si	0.001	-0.003	0.01
Si	0.002	0.005	-0.003
Si	0.001	0.002	-0.004
Si	-0.002	0.01	-0.001
Si	-0.005	0.018	0.003
Si	-0.01	0.001	-0.002
Si	-0.001	0.002	-0.008
Si	0.003	0.009	-0.001
Si	0	-0.005	0
Si	0.003	0	-0.001
Si	0	-0.012	-0.004
Si	-0.006	-0.022	-0.006
Si	-0.008	-0.018	-0.01
Si	0.007	0	-0.009
Si	-0.003	-0.006	-0.009
Si	-0.009	0.008	-0.004
Si	0.017	0.011	-0.001
Si	0.011	0.005	-0.003
Si	0.009	-0.001	0
Si	0.01	-0.006	0
Si	-0.001	-0.004	-0.017
Si	0.008	0.009	-0.004
Si	-0.007	-0.009	-0.003
Si	-0.012	-0.006	-0.007
Si	0.004	-0.012	0.001
Si	0.002	0.011	-0.002
Si	-0.01	0.011	0.005
Si	0	0.009	0.006
Si	0.003	-0.001	0.009
Si	-0.006	0.007	0.006
Si	0.006	0.013	-0.002
Si	-0.011	0	0
Si	-0.002	-0.006	0.002
Si	0.002	0.012	-0.004
Si	0.004	0.001	0.001
Si	0.002	-0.004	0
Si	-0.006	-0.01	0.006
Si	-0.009	-0.004	0.004
Si	-0.003	0.004	0.003
Si	0.007	0.003	0.001
Si	-0.004	0.01	0.008
Si	0.003	-0.006	0.008
Si	0.001	-0.007	-0.004
Si	-0.003	-0.017	-0.003
Si	0.001	-0.009	0.001
Si	0.004	0.002	-0.003
Si	0	-0.001	0.001
Si	0.006	-0.008	-0.007
Si	0.005	-0.016	-0.007
Si	0.005	0.006	-0.002
Si	0.005	0.008	-0.006
Si	-0.005	-0.004	-0.005
Si	-0.003	0.001	-0.005
Si	0.002	0.002	-0.001
Si	-0.009	0.008	-0.008
Si	-0.005	0.006	-0.002
Si	0.017	-0.006	-0.008
Si	0.007	-0.001	0.001
Si	-0.007	0.006	-0.008
Si	-0.004	0	-0.003
Si	-0.001	-0.003	0.001
Si	0.002	0.005	0.001
Si	0.006	0.01	0.003
Si	0.005	0.003	-0.001
Si	0.003	0.004	0.006
Si	0.002	0.012	0
Si	-0.006	0.006	-0.005
Si	-0.003	-0.001	0.003
Si	-0.004	-0.005	-0.003
Si	0.002	0.003	-0.001
Si	0.002	-0.001	0.002
Si	0	-0.004	0.002
Si	0	-0.022	0.004
Si	0.009	0.005	0.006
Si	-0.017	0.005	0
Si	-0.006	0.004	0.009
Si	0.007	-0.001	0.007
Si	-0.004	0.002	0.01
Si	0.006	-0.015	0.002
Si	-0.004	-0.007	0.006
Si	-0.009	0.009	-0.001
Si	0.005	0.001	-0.001
Si	0.007	-0.007	-0.002
Si	0.005	-0.006	-0.009
Si	-0.001	-0.002	0.002
Si	-0.012	0.019	0
Si	0.007	-0.004	-0.007
Si	0.002	-0.005	0.002
Si	-0.007	-0.001	-0.002
Si	0.002	-0.005	-0.002
Si	-0.004	-0.001	-0.008
Si	0.001	-0.008	-0.001
Si	0.012	0	0.001
Si	-0.005	0.003	-0.001
Si	-0.007	0.002	-0.007
Si	-0.01	0.015	-0.004
Si	0.004	-0.017	0.001
Si	0.003	-0.001	0.011
Si	0.005	0.006	0.004
Si	0.005	-0.001	0.003
Si	-0.01	0.001	0.016
Si	0	0.007	0.012
Si	0.005	-0.003	0.004
Si	0.003	-0.004	0.002
Si	0.002	0.014	0.003
Si	-0.009	-0.007	0.004
Si	0.003	0	0.008
Si	0.003	0.001	0.003
Si	-0.001	0.003	0.007
Si	-0.004	0.008	0.005
Si	-0.01	-0.004	-0.001
Si	-0.015	-0.002	0.01
Si	0.007	0.006	0.016
Si	0.007	0.001	0.004
Si	-0.069	0.189	0.761
Si	-0.114	0.096	0.75
Si	0.149	-0.169	0.736
Si	-0.104	0.21	0.746
Si	0.199	-0.077	0.739
Si	0.07	-0.213	0.776
Si	0.118	-0.148	0.655
Si	-0.262	0.114	0.73
Si	0.173	-0.061	0.743
Si	0.15	-0.166	0.74
Si	-0.233	-0.006	0.729
Si	-0.317	0.081	0.624
Si	0.281	-0.007	0.653
Si	0.17	-0.122	0.789
Si	-0.067	0.133	0.77
Si	-0.043	0.22	0.707
Si	0.163	-0.037	0.721
Si	-0.201	0.067	0.762
Si	0.012	-0.019	-0.058
Si	-0.005	-0.024	-0.056
Si	-0.009	-0.002	-0.036
Si	-0.005	-0.005	-0.023
Si	0.005	0.009	-0.05
Si	-0.003	0.005	-0.055
Si	0.022	-0.003	-0.036
Si	-0.018	-0.008	-0.047
Si	-0.01	-0.005	-0.083
Si	-0.005	-0.003	-0.051
Si	-0.01	0.003	-0.055
Si	0.021	0.008	-0.041
Si	-0.017	0.032	-0.034
Si	-0.019	0.009	-0.047
Si	0.001	0	-0.056
Si	-0.007	-0.027	-0.035
Si	0.033	0.014	-0.041
Si	0.022	-0.007	-0.071
Si	0.007	0.011	0.006
Si	0.003	0.014	0.023
Si	-0.001	0.016	0.018
Si	-0.017	-0.006	0.001
Si	0.023	-0.002	0.037
Si	-0.006	-0.02	0.042
Si	-0.004	-0.012	0.025
Si	-0.014	0.001	0.009
Si	0.015	0.004	0.031
Si	0.022	-0.018	0.033
Si	-0.017	0.014	-0.003
Si	-0.012	0.03	0.001
Si	0.032	0.013	0.025
Si	-0.006	-0.018	0.022
Si	0.018	-0.007	-0.003
Si	0	0.002	0.015
Si	-0.011	-0.001	0.017
Si	-0.008	-0.014	0.004
Si	0.011	-0.005	-0.005
Si	-0.001	-0.002	0.01
Si	-0.007	-0.007	-0.02
Si	-0.006	-0.002	-0.006
Si	-0.011	0.01	-0.018
Si	0.009	0.004	-0.013
Si	-0.022	0.014	-0.017
Si	0	-0.002	0.003
Si	0.009	0.008	-0.016
Si	0	-0.021	-0.015
Si	0	-0.001	0.001
Si	0.026	0.012	-0.006
Si	-0.008	0.011	-0.009
Si	0.013	-0.02	-0.011
Si	-0.006	-0.019	0.013
Si	0	0.016	0.01
Si	0.007	-0.011	-0.009
Si	-0.012	-0.005	0.001
Si	-0.008	0.001	-0.008
Si	0.008	-0.007	-0.005
Si	0.006	-0.011	0.005
Si	0.005	-0.005	-0.007
Si	0.001	-0.011	-0.004
Si	-0.013	0.003	-0.004
Si	0.011	-0.003	-0.002
Si	-0.005	0.009	-0.001
Si	0.017	-0.021	-0.013
Si	0.002	0.01	-0.007
Si	-0.007	0.001	-0.006
Si	-0.01	0.011	-0.016
Si	-0.01	0.007	-0.013
Si	-0.001	0.008	-0.01
Si	0.004	-0.001	-0.017
Si	-0.007	0.01	0
Si	-0.007	0.01	-0.001
Si	-0.003	0.01	0.007
Si	0.003	0	0.004
Si	0.002	0.014	-0.007
Si	0.002	0.017	-0.012
Si	0.019	0.024	0.009
Si	0.023	0.011	-0.005
Si	0.006	0.016	-0.002
Si	-0.004	0.009	-0.006
Si	0.009	0.005	0.004
Si	-0.01	-0.009	-0.003
Si	0.01	-0.027	-0.018
Si	-0.017	0.012	-0.015
Si	0.019	-0.011	0.005
Si	-0.022	-0.007	-0.004
Si	-0.008	-0.015	0.011
Si	-0.008	-0.008	-0.018
Si	0.003	-0.006	0.011
Si	-0.003	0.001	0.016
Si	0.013	-0.003	-0.011
Si	0.008	-0.011	-0.038
Si	0.001	0.002	0.004
Si	-0.019	0.033	0.004
Si	0.027	-0.003	-0.004
Si	-0.001	-0.006	0.008
Si	-0.003	0.011	-0.022
Si	0.022	-0.024	-0.019
Si	-0.027	0.012	-0.026
Si	-0.017	-0.026	-0.052
Si	0.005	0.013	-0.003
Si	0.009	0	-0.024
Si	0.007	0.005	-0.023
Si	-0.015	0.012	-0.026
Si	-0.004	-0.017	-0.005
Si	-0.006	0.002	-0.013
Si	-0.011	0.035	-0.02
Si	0.006	0.003	-0.028
Si	-0.013	0.006	0.008
Si	0.02	-0.006	0.038
Si	-0.018	0.008	0.066
Si	0.008	-0.008	0.03
Si	-0.034	-0.021	0.036
Si	-0.003	0.007	0.094
Si	0.025	-0.008	0.074
Si	-0.004	-0.003	0.057
Si	0.002	0.006	0.063
Si	0.004	0.011	0.063
Si	0.005	-0.018	0.026
Si	0.01	-0.017	0.021
Si	-0.016	-0.005	0.041
Si	-0.006	0.049	0.058
Si	0.019	0.01	0.049
Si	0.01	-0.022	0.042
Si	-0.004	0.008	0.052
Si	0.015	0.004	0.053
Si	-0.035	-0.023	0.046
Si	-0.314	-0.223	-0.699
Si	0.321	0.239	-0.754
Si	0.22	0.083	-0.719
Si	-0.11	-0.086	-0.687
Si	0.301	0.261	-0.71
Si	-0.234	-0.144	-0.683
Si	0.107	0.136	-0.714
Si	-0.274	-0.167	-0.713
Si	-0.096	-0.309	-0.761
Si	0.18	0.056	-0.755
Si	-0.059	0.198	-0.613
Si	-0.116	-0.168	-0.758
Si	0.342	0.069	-0.657
Si	-0.146	-0.136	-0.683
Si	0.185	0.212	-0.723
Si	-0.32	-0.113	-0.685
Si	-0.075	-0.217	-0.738
Si	0.17	0.19	-0.804
Si	0.054	0.037	-0.071
Si	0.009	-0.02	0.016
Si	0.04	0.05	-0.103
Si	-0.112	-0.085	0.211
Si	-0.075	-0.021	0.215
Si	-0.021	-0.028	-0.127
